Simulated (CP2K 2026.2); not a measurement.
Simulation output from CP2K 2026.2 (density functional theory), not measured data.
Periodic cell of 2020 atoms, Si1440O580, from a study of silicon, its oxide and their interface. The atomic structure is a simulated model.
Doubt: the forces sum to 1.98 eV/angstrom along one axis rather than to zero, so they err by at least 0.0010 eV/angstrom per atom on average; the grid cutoff is modest.

Settings
functional: PBE
method: Gaussian and plane waves
basis set: DZVP-MOLOPT-SR-GTH
pseudopotentials: GTH-PBE
grid cutoff: 350 Ry, relative cutoff 50 Ry
k points: Gamma only
occupations: fixed
spin: none
net charge: 0

Cell vectors (angstrom)
a	65.28	0	0
b	0	16.32	0
c	-0.068	-0.1474	33.5648

Atoms and the computed forces on them: element, x, y, z (angstrom), force x, y, z (eV/angstrom)
Si	1.137	14.486	0.605	-0.267	-0.159	0.397
Si	5.181	0.554	0.134	-0.028	-0.175	-0.073
Si	64.568	3.072	32.976	0.047	-0.017	0.027
Si	6.904	9.36	30.387	-0.52	0.298	-0.298
Si	1.601	9.956	1.475	0.476	-0.324	0.087
Si	6.578	13.033	0.081	-0.454	0.099	-0.371
Si	10.843	11.992	32.804	-0.078	-0.024	-0.121
Si	10.137	0.692	0.057	-0.132	0.129	0.448
Si	6.524	5.002	1.343	0.381	0.056	0.487
Si	9.891	6.603	1.53	-0.313	0.378	0.584
Si	5.799	9.827	33.352	0.061	0.014	0.018
Si	10.068	11.383	1.802	0.068	-0.087	0.603
Si	12.33	15.154	1.375	-0.224	-0.16	0.634
Si	15.171	1.237	1.555	0.247	-0.111	0.648
Si	12.091	4.25	1.552	0.235	-0.37	0.639
Si	15.062	6.574	1.694	-0.006	0.071	0.501
Si	11.933	9.783	1.727	-0.096	0.155	0.595
Si	15.481	11.71	1.435	0.116	-0.245	0.524
Si	18.178	14.421	1.521	0.101	-0.197	0.49
Si	19.801	1.008	1.081	-0.035	-0.167	0.558
Si	17.53	4.549	1.429	0.114	-0.304	0.595
Si	19.503	6.983	32.325	-0.474	-0.798	-0.268
Si	17.159	9.904	1.337	0.006	-0.006	-0.06
Si	19.873	12.666	1.357	-0.051	0.162	0.633
Si	23.556	14.439	1.464	0.134	-0.244	0.468
Si	26.109	1.03	1.348	-0.155	0.092	0.662
Si	22.912	4.488	1.269	-0.042	-0.162	0.66
Si	25.542	7.268	1.424	0.243	-0.36	0.714
Si	23.257	9.433	1.635	-0.154	0.181	0.682
Si	25.277	12.738	1.254	-0.071	0.032	-0.042
Si	28.335	15.16	1.362	-0.007	-0.242	0.685
Si	31.313	0.714	1.297	0.161	0.288	0.707
Si	28.448	4.058	1.177	0.212	-0.13	0.717
Si	31.79	6.103	1.654	-0.006	-0.077	-0.008
Si	28.847	9.142	1.108	-0.005	0.193	0.749
Si	31.63	11.928	1.517	-0.154	0.071	0.666
Si	34.558	14.288	1.572	0.093	0.005	0.016
Si	37.355	0.697	1.546	0.113	-0.356	0.668
Si	33.357	4.282	1.507	-0.118	0.232	0.581
Si	35.947	6.091	33.46	-0.01	0.102	0.036
Si	33.737	9.663	1.666	0.078	-0.202	0.626
Si	36.196	12.521	1.529	-0.12	0.259	0.566
Si	39.047	15.196	1.521	-0.329	0.183	0.395
Si	41.993	1.974	1.013	0.333	0.239	0.454
Si	39.575	3.913	1.485	-0.114	0.045	0.729
Si	42.218	6.521	1.458	0.063	0.024	-0.1
Si	38.214	8.283	0.127	-0.076	0.008	-0.034
Si	42.327	11.178	1.155	0.513	-0.301	0.244
Si	45.092	14.31	1.617	-0.013	-0.014	0.147
Si	47.764	0.715	1.217	0.129	0.005	0.448
Si	43.978	4.859	1.432	-0.075	0.16	0.655
Si	47.575	5.736	32.852	-0.145	0.311	0.456
Si	44.304	9.904	1.545	-0.095	-0.001	-0.087
Si	46.83	12.723	1.665	-0.053	0.018	-0.031
Si	49.486	15.366	1.333	-0.024	0.2	0.466
Si	53.58	1.409	0.661	-0.091	0.189	-0.086
Si	49.824	3.845	0.209	-0.365	-0.305	0.461
Si	53.224	7.508	0.341	0.087	-0.043	-0.038
Si	50.639	9.139	0.239	0.064	0.018	-0.004
Si	52.977	12.662	1.141	0.104	0.027	0.607
Si	55.607	15.384	1.391	0.253	-0.259	0.629
Si	58.018	1.634	1.036	-0.024	-0.206	0.659
Si	56.579	3.961	33.465	-0.015	-0.043	-0.154
Si	57.705	8.804	0.644	-0.23	0.424	0.201
Si	54.814	11.704	32.234	0.079	0.01	-0.119
Si	56.555	14.166	32.113	-0.008	-0.106	-0.05
Si	61.717	15.433	0.522	-0.073	0.052	-0.094
Si	62.785	5.128	31.603	-0.005	-0.016	-0.04
Si	64.614	7.021	1.262	0.153	0.296	0.479
Si	2.6	10.136	32.965	-0.283	0.438	0.294
Si	59.605	8.322	2.717	0.347	0.194	0.217
Si	64.315	11.872	1.499	-0.23	0.212	0.653
Si	3.24	15.83	2.269	0.232	-0.349	0.563
Si	7.07	1.946	1.887	0.282	-0.093	0.632
Si	3.554	5.048	1.965	-0.031	-0.037	0.021
Si	6.31	8.972	2.665	0.055	0.005	0.541
Si	3.063	11.122	2.902	-0.358	-0.304	0.159
Si	5.4	13.134	2.843	0.169	0.01	0.642
Si	9.28	1.238	2.094	0.036	0.162	-0.112
Si	10.924	2.687	2.892	0.039	0.083	0.068
Si	8.221	5.623	2.803	-0.028	-0.025	-0.089
Si	10.977	8.103	2.968	-0.021	0.017	-0.001
Si	8.172	10.536	3.011	0.012	-0.03	-0.048
Si	10.984	13.528	2.634	-0.017	-0.061	-0.009
Si	13.727	16.276	2.885	-0.03	-0.002	-0.029
Si	16.559	2.725	2.699	0.022	0.026	0.011
Si	13.671	5.26	2.974	-0.014	-0.041	0.009
Si	16.308	8.228	2.792	0.017	-0.029	-0.027
Si	13.724	10.847	2.782	0.007	0.065	0.003
Si	16.421	13.446	2.733	-0.047	0.011	-0.053
Si	19.084	16.133	2.898	-0.016	-0.022	-0.016
Si	21.518	3.03	2.427	0.148	0.646	0.21
Si	19.1	5.52	2.872	-0.008	0.021	-0.053
Si	21.779	8.175	2.886	0.006	-0.029	-0.057
Si	18.961	10.871	2.613	0.011	-0.009	-0.02
Si	21.756	13.491	2.654	-0.043	-0.001	0.011
Si	24.642	16.101	2.729	0.033	0.029	-0.066
Si	27.27	2.61	2.64	-0.034	0.022	-0.027
Si	24.526	5.501	2.635	0.033	-0.026	-0.014
Si	27.315	8.156	2.655	0.003	0.006	-0.021
Si	24.526	11.012	2.735	0.058	-0.033	-0.025
Si	27.138	13.515	2.545	0.029	-0.04	-0.044
Si	29.891	16.101	2.851	-0.023	0.007	-0.028
Si	32.469	2.432	2.622	-0.012	-0.076	-0.026
Si	29.89	5.238	2.689	-0.018	0.01	-0.006
Si	32.626	7.969	2.867	-0.021	0.103	-0.002
Si	29.95	10.698	2.593	-0.037	-0.039	-0.058
Si	32.773	13.454	2.874	-0.021	0.012	-0.083
Si	35.486	16.126	2.735	0.014	0.017	-0.066
Si	38.122	2.568	2.785	-0.019	0.027	-0.053
Si	35.198	5.26	2.678	-0.346	-0.326	0.382
Si	38.52	8.6	3.17	0.221	0.263	0.55
Si	35.308	10.845	2.926	0.007	0.014	-0.07
Si	37.975	13.498	2.739	-0.039	-0.031	-0.049
Si	40.655	16.203	2.848	-0.269	-0.147	0.447
Si	43.347	2.935	2.635	0.02	-0.023	-0.075
Si	40.68	5.457	2.864	-0.045	-0.033	-0.09
Si	43.293	8.174	2.778	0.029	-0.054	-0.03
Si	40.266	10.278	3.115	-0.25	-0.042	0.486
Si	43.369	13.482	2.924	0.301	0.307	0.297
Si	46.053	16.216	2.628	0.059	-0.007	-0.032
Si	48.698	2.734	2.111	0.009	-0.019	-0.07
Si	45.857	5.695	2.529	-0.013	-0.036	-0.028
Si	48.506	8.161	2.386	-0.323	-0.271	0.344
Si	45.879	10.989	2.894	0.055	0.034	0.096
Si	48.661	13.688	2.755	0.087	0.077	0.05
Si	51.364	0.117	2.351	-0.165	-0.425	0.299
Si	54.788	3.188	2.772	0.291	0.065	0.429
Si	52.04	5.215	1.888	0.252	-0.225	0.458
Si	54.755	8.732	2.783	0.259	0.109	0.49
Si	51.854	11.06	2.413	0.164	0.27	0.462
Si	54.361	13.827	2.572	0.047	-0.003	-0.027
Si	57.209	0.172	2.656	0.019	0.072	-0.09
Si	60.115	3.173	2.625	-0.165	-0.153	0.621
Si	56.468	4.985	2.676	-0.129	-0.078	0.59
Si	61.068	9.593	1.433	0.163	-0.04	0.714
Si	56.671	10.243	2.489	-0.026	-0.051	-0.087
Si	60.019	13.682	2.434	-0.17	-0.152	0.604
Si	62.818	0.482	2.732	-0.264	-0.332	0.588
Si	64.733	2.909	2.552	-0.16	0.407	0.286
Si	62.292	5.405	2.755	-0.034	0.061	0.559
Si	0.433	8.311	2.79	0	0.023	0.031
Si	62.664	10.754	2.673	-0.049	0.016	0.026
Si	0.03	13.675	2.545	-0.018	0.004	-0.02
Si	1.501	1.473	3.988	0.034	-0.061	0.688
Si	4.588	3.562	4.255	0.327	-0.083	0.45
Si	1.709	6.815	3.993	-0.324	0.22	0.344
Si	4.39	9.599	4.049	0.051	-0.124	-0.043
Si	1.442	12.407	4.017	-0.062	0.008	0.055
Si	4.291	14.806	4.048	0.04	0.089	-0.1
Si	6.335	1.89	4.14	-0.007	-0.018	-0.011
Si	9.531	4.135	4.148	0.102	-0.083	-0.025
Si	6.937	7.062	4.061	-0.033	0.047	-0.014
Si	9.651	9.404	4.387	-0.006	-0.003	-0.032
Si	6.999	12.146	4.205	-0.034	-0.017	-0.009
Si	9.716	15.011	3.979	0.278	-0.283	0.25
Si	12.394	1.381	4.195	-0.015	0.007	-0.003
Si	15.146	3.947	4.187	0.022	-0.024	0.01
Si	12.352	6.722	4.252	0.007	0.002	0.004
Si	14.983	9.492	4.224	-0.037	0.006	-0.044
Si	12.408	12.305	4.1	-0.009	0.013	-0.07
Si	15.087	14.848	4.118	0.026	-0.003	0.03
Si	17.788	1.313	4.135	-0.042	0.026	-0.01
Si	20.389	4.086	4.179	0.042	0.014	0.009
Si	17.734	6.91	4.147	0.016	0.007	0.024
Si	20.341	9.551	4.074	-0.002	0.012	0.017
Si	17.757	12.171	4.172	0.023	-0.002	0.016
Si	20.572	14.879	4.155	0.03	-0.032	0
Si	23.3	1.092	4.107	0.322	-0.172	0.429
Si	25.873	4.028	3.954	-0.026	0	0.033
Si	23.198	6.773	4.134	-0.009	-0.007	0.058
Si	25.962	9.58	4.02	-0.001	0.007	-0.012
Si	23.088	12.2	4.133	0.003	0.012	-0.001
Si	25.964	14.807	4.131	-0.013	-0.001	0.018
Si	28.607	1.302	4.11	0.016	0.02	0.006
Si	31.197	3.84	4.092	-0.033	-0.002	-0.03
Si	28.57	6.694	4.035	0.002	-0.013	0.015
Si	31.212	9.369	4.122	0.01	0.035	0.005
Si	28.558	12.121	3.909	0.022	0.023	-0.011
Si	31.325	14.802	4.151	-0.012	-0.052	0.042
Si	34.002	1.219	3.986	0.003	0	-0.008
Si	36.649	3.952	4.03	0.026	0.054	-0.021
Si	34.065	6.709	4.189	0.036	-0.04	-0.036
Si	36.701	9.538	4.277	-0.013	-0.03	0.008
Si	33.985	12.133	4.349	0.013	0.01	0.004
Si	36.742	14.86	4.24	0.029	0.018	-0.007
Si	39.463	1.352	4.251	0.037	-0.02	-0.068
Si	42.031	4.094	4.196	-0.025	-0.003	-0.028
Si	39.396	6.769	4.303	-0.042	0.049	0.023
Si	42.007	9.371	4.338	0.006	0.081	0.048
Si	39.323	12.166	4.139	0.043	-0.004	-0.008
Si	42.05	14.923	4.181	0.026	0.009	-0.022
Si	44.717	1.414	3.868	-0.031	-0.015	0.001
Si	47.387	4.153	3.608	0.037	0.039	-0.015
Si	44.713	6.91	4.138	-0.047	0.014	-0.017
Si	47.428	9.599	3.937	0.001	-0.027	-0.033
Si	44.634	12.215	4.385	0.003	0.011	-0.059
Si	47.406	15.047	4.165	-0.066	-0.024	-0.015
Si	50.11	1.555	3.736	-0.047	-0.027	-0.011
Si	52.986	4.181	3.822	-0.034	0.014	-0.021
Si	50.055	6.938	3.712	-0.274	0.28	0.499
Si	52.982	9.689	3.98	-0.006	-0.06	-0.029
Si	50.229	12.251	3.789	0.022	-0.012	0.005
Si	52.855	15.141	3.803	-0.006	0.071	-0.026
Si	55.773	1.446	3.991	-0.031	-0.042	0.001
Si	58.389	4.199	3.881	-0.02	0.002	-0.008
Si	55.652	6.85	3.888	0.054	-0.027	-0.039
Si	58.282	9.591	4.094	0.018	0.057	0.039
Si	55.718	12.218	3.677	0.061	-0.046	0.017
Si	58.576	15.001	3.823	0.023	-0.03	-0.059
Si	61.194	1.561	3.996	-0.056	0.043	-0.008
Si	63.783	4.28	4.122	-0.039	0.026	-0.04
Si	61.021	6.91	3.957	0.03	0.012	-0.002
Si	64.072	9.492	4.039	0.01	-0.028	0.04
Si	61.215	12.2	3.878	-0.002	0.018	-0.03
Si	63.916	15.033	3.871	-0.012	0.018	0.032
Si	0.013	0.094	5.27	-0.021	0.068	-0.071
Si	2.877	2.623	5.512	-0.093	-0.007	0.021
Si	0.157	5.496	5.275	0.024	-0.024	0.002
Si	2.979	8.194	5.377	0.042	0.023	-0.006
Si	0.09	10.962	5.334	0.021	0.014	-0.005
Si	2.773	13.689	5.441	-0.001	-0.038	-0.007
Si	5.511	0.029	5.341	-0.032	0.027	0.085
Si	8.145	2.754	5.436	-0.007	-0.014	-0.032
Si	5.557	5.506	5.307	0.017	-0.015	-0.078
Si	8.24	8.129	5.682	-0.034	0.051	-0.011
Si	5.578	10.911	5.576	0	-0.005	0.064
Si	8.294	13.7	5.371	0.02	0.055	-0.016
Si	11.023	16.291	5.473	-0.066	-0.03	-0.013
Si	13.749	2.68	5.566	0.013	0.032	0.007
Si	10.921	5.418	5.552	-0.033	-0.008	-0.003
Si	13.68	8.114	5.581	-0.042	0.013	0.018
Si	11.041	10.925	5.481	0.043	0.011	0.022
Si	13.735	13.576	5.534	-0.032	-0.015	0.022
Si	16.406	16.272	5.467	0.018	0.014	0.011
Si	19.138	2.638	5.524	0.012	-0.022	-0.006
Si	16.437	5.433	5.481	-0.007	-0.032	-0.042
Si	19.1	8.188	5.528	-0.016	0.008	0.006
Si	16.393	10.837	5.54	-0.013	0.006	-0.003
Si	19.158	13.537	5.489	0.003	0.014	0.006
Si	21.898	16.21	5.551	0.006	0.033	0.001
Si	24.544	2.658	5.377	-0.017	-0.033	-0.018
Si	21.842	5.403	5.487	-0.022	0.024	-0.024
Si	24.592	8.167	5.409	-0.004	-0.007	-0.032
Si	21.768	10.823	5.476	-0.007	-0.016	0.003
Si	24.509	13.532	5.483	-0.002	0.012	-0.038
Si	27.26	16.235	5.467	0.004	0.022	0.009
Si	29.903	2.606	5.561	-0.005	-0.01	0.018
Si	27.207	5.351	5.403	-0.007	0.011	-0.003
Si	29.879	8.033	5.488	-0.014	0.018	-0.027
Si	27.273	10.858	5.45	0.001	0.005	-0.004
Si	29.907	13.44	5.409	-0.044	-0.028	0.027
Si	32.655	16.24	5.462	0.007	0.039	-0.048
Si	35.296	2.612	5.423	-0.015	0.017	0
Si	32.608	5.294	5.419	-0.035	-0.019	-0.033
Si	35.36	8.095	5.564	0	-0.017	0.028
Si	32.569	10.724	5.549	-0.028	-0.025	0.005
Si	35.351	13.549	5.625	0.011	-0.032	-0.029
Si	38.074	16.273	5.558	-0.009	-0.013	0.004
Si	40.744	2.739	5.598	0.003	-0.016	0.016
Si	37.954	5.354	5.476	-0.032	-0.045	0.022
Si	40.733	8.038	5.732	-0.001	-0.02	0.028
Si	37.998	10.917	5.64	0.023	-0.007	-0.001
Si	40.685	13.544	5.505	-0.016	-0.01	0.002
Si	43.428	0.07	5.389	0.059	-0.005	-0.006
Si	46.136	2.793	5.172	0.018	0.014	-0.001
Si	43.415	5.482	5.49	-0.004	-0.027	-0.012
Si	46.143	8.247	5.4	0.026	-0.018	0.017
Si	43.328	10.802	5.646	0.021	-0.026	0.009
Si	46.085	13.66	5.522	-0.004	0.057	0.032
Si	48.861	0.168	5.272	0.028	0.023	-0.007
Si	51.55	2.827	5.126	0.014	-0.035	0.018
Si	48.805	5.452	5.097	-0.014	0.042	-0.054
Si	51.522	8.231	5.154	-0.004	-0.07	-0.044
Si	48.867	10.947	5.241	-0.015	0.012	0.016
Si	51.557	13.689	5.164	0.018	-0.01	-0.007
Si	54.276	0.1	5.206	0.003	-0.034	0.004
Si	57.138	2.791	5.326	0.014	0.032	-0.019
Si	54.235	5.572	5.258	0.034	0.02	0.012
Si	57.024	8.109	5.361	0.003	0.016	-0.004
Si	54.363	11.045	5.272	0.035	-0.014	-0.004
Si	57.11	13.602	5.088	-0.029	0.007	-0.031
Si	59.86	0.071	5.251	0.015	0.002	-0.011
Si	62.536	2.819	5.449	0.012	-0.058	0.04
Si	59.723	5.519	5.328	-0.006	-0.007	0.004
Si	62.578	8.156	5.283	0.009	0.001	-0.009
Si	59.793	10.94	5.281	0.031	0.051	0.02
Si	62.568	13.634	5.225	0.007	-0.017	-0.022
Si	1.423	15.05	17.574	-0.002	0.039	0.029
Si	4.157	1.477	17.758	0.045	-0.006	0.001
Si	1.309	4.133	17.57	-0.039	0.001	-0.027
Si	4.021	6.816	17.612	0.001	0	0.063
Si	1.352	9.553	17.436	-0.039	0.044	-0.005
Si	4.109	12.305	17.469	0.017	0.047	0.008
Si	6.897	15.137	17.78	0.071	-0.016	-0.004
Si	9.517	1.32	17.652	0.051	-0.025	-0.028
Si	6.717	4.193	17.561	0.027	0.02	-0.064
Si	9.456	6.806	17.517	-0.037	0.006	-0.02
Si	6.815	9.471	17.45	0.061	-0.043	-0.048
Si	9.551	12.143	17.478	-0.042	-0.036	-0.035
Si	12.095	14.835	17.752	-0.083	0.006	0.11
Si	14.991	1.321	17.519	0.007	0.008	-0.013
Si	12.251	3.999	17.543	0.012	-0.013	-0.004
Si	15.019	6.815	17.599	-0.012	0.052	0.005
Si	12.322	9.523	17.539	0.007	0.021	0.003
Si	14.952	12.185	17.625	-0.012	-0.026	0.004
Si	17.722	14.923	17.608	0.012	0.017	-0.016
Si	20.443	1.3	17.738	0.008	-0.01	0.008
Si	17.742	4.058	17.676	-0.003	0.038	0.002
Si	20.395	6.69	17.81	-0.02	0.001	-0.001
Si	17.681	9.428	17.673	0.005	-0.005	-0.008
Si	20.475	12.166	17.731	0.008	0	-0.017
Si	23.151	14.871	17.803	-0.009	-0.013	-0.006
Si	25.857	1.304	17.91	0.023	0.01	0.006
Si	23.145	4.005	17.852	-0.022	0.016	0
Si	25.825	6.721	17.897	-0.002	0.005	0.013
Si	23.132	9.434	17.857	-0.011	0.01	-0.012
Si	25.814	12.143	17.872	-0.004	-0.008	0
Si	28.558	14.945	17.882	0.037	0.02	-0.007
Si	31.244	1.343	17.833	0.002	-0.005	-0.001
Si	28.522	4.041	17.896	-0.002	-0.01	0.003
Si	31.244	6.792	17.906	0.001	0.006	-0.01
Si	28.52	9.434	17.906	0.015	-0.016	0.004
Si	31.285	12.217	17.884	-0.006	0.017	0.008
Si	33.989	14.912	17.779	-0.009	-0.014	-0.004
Si	36.745	1.381	17.749	0.001	0.005	-0.004
Si	34.02	4.145	17.807	-0.006	0.012	-0.027
Si	36.754	6.873	17.851	0.008	0.003	0.02
Si	33.989	9.521	17.87	-0.013	0.02	0.002
Si	36.751	12.217	17.819	0	0.028	-0.004
Si	39.446	14.99	17.742	-0.012	-0.012	-0.008
Si	42.226	1.458	17.77	0.04	0.009	0.032
Si	39.531	4.156	17.765	0.015	0.003	0.002
Si	42.233	6.879	17.754	0.036	-0.005	0.002
Si	39.47	9.551	17.812	0.012	-0.015	-0.014
Si	42.191	12.291	17.755	0.032	-0.018	0.02
Si	44.94	15.019	17.715	-0.007	0.003	0.004
Si	47.604	1.404	17.625	-0.011	0.002	0.007
Si	44.923	4.151	17.653	-0.019	0.006	-0.022
Si	47.623	6.864	17.56	-0.014	0.023	0.018
Si	44.887	9.561	17.633	-0.006	-0.035	-0.01
Si	47.632	12.31	17.551	0.025	0.019	-0.011
Si	50.295	14.973	17.516	-0.021	-0.005	0.009
Si	53.03	1.32	17.481	-0.006	0.01	0.016
Si	50.297	4.044	17.448	-0.015	-0.014	-0.014
Si	53.065	6.831	17.415	0.024	0.03	-0.005
Si	50.315	9.577	17.476	0.019	-0.004	0.012
Si	53.095	12.278	17.471	0.025	0.003	0.026
Si	55.792	14.896	17.526	-0.029	0.003	-0.01
Si	58.467	1.298	17.447	0.019	0.005	-0.01
Si	55.713	4.014	17.424	0.018	-0.008	-0.006
Si	58.464	6.799	17.469	0.017	0.002	-0.007
Si	55.743	9.499	17.427	-0.022	-0.031	0.006
Si	58.45	12.253	17.508	-0.005	0	0.008
Si	61.159	15.017	17.367	0	0.005	-0.026
Si	63.914	1.485	17.509	0.014	0.038	-0.007
Si	61.141	4.041	17.497	-0.014	-0.03	0.014
Si	63.898	6.821	17.542	0.009	-0.014	0.036
Si	61.116	9.505	17.528	0.007	0.02	0.009
Si	63.829	12.226	17.427	-0.006	0.014	-0.003
Si	2.777	0.079	19.071	-0.028	-0.059	-0.013
Si	5.455	2.993	19.138	-0.057	-0.014	0.09
Si	2.584	5.492	18.986	0.005	-0.007	0.049
Si	5.505	8.174	18.856	-0.059	0.017	-0.037
Si	2.775	10.88	18.742	0.046	-0.037	-0.016
Si	5.432	13.674	18.859	-0.036	-0.023	-0.045
Si	8.223	0.239	19.324	-0.011	-0.068	0.05
Si	10.891	2.679	18.937	-0.024	-0.049	0
Si	8.057	5.529	18.926	-0.049	-0.009	0.017
Si	10.892	8.15	18.741	0.051	0.03	-0.018
Si	8.18	10.795	18.781	0.018	0.046	0.028
Si	10.743	13.25	19.127	-0.033	0.017	0.016
Si	13.603	-0.019	18.82	0.002	0.001	-0.052
Si	16.345	2.655	18.894	-0.001	-0.028	0.033
Si	13.619	5.397	18.786	-0.001	0.009	-0.028
Si	16.321	8.119	19.089	-0.006	-0.009	0.027
Si	13.661	10.795	19.016	-0.037	-0.008	0.059
Si	16.303	13.6	18.897	-0.02	-0.031	-0.011
Si	19.071	16.217	19.02	0.002	0.032	0.025
Si	21.732	2.66	19.174	0.002	-0.026	0.014
Si	18.988	5.374	19.206	-0.01	-0.013	0.044
Si	21.763	8.028	19.171	0.016	-0.016	-0.004
Si	19.054	10.787	18.975	-0.005	-0.022	-0.045
Si	21.849	13.453	19.164	0.016	-0.023	0.002
Si	24.421	-0.056	19.212	-0.016	-0.006	0.017
Si	27.244	2.637	19.323	0.012	0.007	-0.031
Si	24.526	5.297	19.274	0.011	-0.008	0.003
Si	27.099	8.118	19.314	-0.009	0.035	-0.034
Si	24.457	10.775	19.292	0.028	0.008	-0.02
Si	27.161	13.557	19.179	-0.007	-0.005	0.007
Si	29.916	0.003	19.279	-0.013	-0.03	-0.001
Si	32.637	2.759	19.088	0	0.011	0.015
Si	29.808	5.473	19.26	0.036	0.028	-0.006
Si	32.609	8.183	19.264	-0.018	-0.025	0
Si	29.949	10.779	19.21	0.027	0.002	-0.003
Si	32.629	13.639	19.24	0.003	0.012	-0.028
Si	35.424	-0.073	19.051	0.004	0.009	0.001
Si	38.089	2.829	19.048	0.009	-0.019	-0.019
Si	35.332	5.56	19.2	-0.028	-0.008	-0.004
Si	38.158	8.202	19.245	-0.015	-0.016	0.033
Si	35.392	10.869	19.209	0.024	-0.016	0.027
Si	38.175	13.566	19.146	-0.004	-0.036	-0.033
Si	40.761	0.119	19.043	-0.035	0.045	0.016
Si	43.653	2.833	19.126	0.007	0.014	-0.009
Si	40.942	5.494	19.146	-0.022	0.009	0.009
Si	43.596	8.261	19.121	-0.021	0.002	0.038
Si	40.834	10.939	19.15	0.008	0.045	-0.004
Si	43.605	13.643	19.089	0.031	-0.001	-0.02
Si	46.307	0.07	19.087	0.004	-0.035	0.02
Si	48.967	2.792	18.939	-0.011	0.007	-0.005
Si	46.302	5.52	18.966	-0.004	-0.006	0.003
Si	48.961	8.268	18.881	0.014	0.014	-0.011
Si	46.28	10.951	18.88	-0.002	0.049	-0.034
Si	48.972	13.644	18.943	0.03	0.029	0.001
Si	51.652	-0.01	18.856	0.046	0.003	0.023
Si	54.42	2.621	18.837	-0.084	0.019	0.008
Si	51.716	5.402	18.662	0.017	-0.01	-0.003
Si	54.428	8.135	18.824	-0.01	0.009	0.028
Si	51.695	10.947	18.776	-0.028	-0.02	-0.006
Si	54.469	13.532	18.935	-0.056	-0.055	0.011
Si	57.228	16.198	18.857	0.004	-0.037	0.004
Si	59.752	2.653	18.85	0.007	0.038	-0.016
Si	57.08	5.378	18.722	-0.003	-0.077	-0.007
Si	59.767	8.13	18.924	0.02	0.004	0.018
Si	57.042	10.853	18.818	0.015	0.016	0.003
Si	59.872	13.672	18.768	-0.043	-0.023	-0.018
Si	62.488	0.085	18.695	0.006	0.002	-0.002
Si	65.212	2.853	18.977	0.003	0.026	-0.021
Si	62.535	5.374	18.837	0.062	0.012	-0.013
Si	65.232	8.303	18.835	-0.079	0.028	0.005
Si	62.472	10.896	18.859	0.046	0.004	-0.026
Si	65.216	13.609	18.689	-0.022	0.041	-0.051
Si	1.298	1.478	20.3	0.046	0.014	-0.019
Si	3.944	4.283	20.525	0.024	-0.009	0.035
Si	1.273	7.012	20.252	0.014	-0.039	-0.038
Si	4.232	9.65	20.122	-0.018	0.095	0.007
Si	1.228	12.116	19.923	-0.084	0.016	0.087
Si	4.101	14.872	20.377	0.001	0.027	0.052
Si	7.415	2.298	20.324	0.182	0.026	-0.566
Si	9.282	3.934	20.115	0.084	-0.026	0.047
Si	6.695	6.853	20.421	-0.032	-0.063	0.064
Si	9.619	9.487	20.132	-0.024	0.039	0.035
Si	6.919	12.335	20.032	0.085	-0.012	0.033
Si	9.268	15.511	21.293	0.054	0.176	0.017
Si	12.295	1.263	20.243	-0.049	0.013	0.047
Si	15.001	4.105	20.132	0.03	0.023	-0.006
Si	12.126	6.668	20.018	-0.059	-0.03	0.021
Si	14.958	9.469	20.466	0.011	0.011	-0.029
Si	12.275	12.042	20.426	-0.005	-0.06	-0.058
Si	14.912	14.967	20.201	-0.027	-0.006	-0.036
Si	17.636	1.265	20.274	-0.013	0.017	-0.015
Si	20.299	3.925	20.561	0.008	-0.024	-0.012
Si	17.577	6.766	20.557	0.019	-0.032	0.012
Si	20.314	9.413	20.402	-0.008	0.013	-0.018
Si	17.658	12.215	20.169	-0.028	-0.007	0.013
Si	20.445	14.846	20.378	-0.029	0.015	-0.038
Si	23.041	1.308	20.591	0.022	-0.011	-0.007
Si	25.876	3.93	20.727	-0.033	0.044	0.022
Si	23.101	6.632	20.572	-0.02	0.035	0.018
Si	25.73	9.429	20.772	0.011	-0.067	0.013
Si	23.115	12.097	20.698	-0.032	0.032	0.008
Si	25.765	14.884	20.554	0.036	-0.012	0.016
Si	28.611	1.317	20.766	0.006	0.005	0.027
Si	31.263	4.103	20.464	0.001	-0.052	0.021
Si	28.404	6.789	20.726	0.025	-0.023	0.042
Si	31.23	9.452	20.715	-0.048	0.02	0.015
Si	28.573	12.178	20.446	-0.013	0.026	0.03
Si	31.313	15.039	20.667	0.053	-0.011	0.036
Si	34.047	1.326	20.289	0.001	-0.02	0.085
Si	36.774	4.198	20.429	0.034	-0.024	-0.019
Si	33.997	6.907	20.661	0.052	-0.008	-0.01
Si	36.779	9.567	20.634	-0.001	-0.008	-0.008
Si	34.01	12.249	20.53	-0.016	0.019	-0.022
Si	36.8	14.919	20.439	-0.002	0.007	-0.007
Si	39.436	1.547	20.436	0.05	-0.013	-0.005
Si	42.389	4.24	20.554	0.018	-0.014	0.015
Si	39.61	6.823	20.553	-0.022	0.016	0.01
Si	42.231	9.646	20.512	0.034	0.015	0.042
Si	39.516	12.253	20.617	-0.074	0.031	-0.009
Si	42.161	15.075	20.303	0.025	-0.04	-0.011
Si	45.036	1.501	20.51	-0.01	-0.012	-0.011
Si	47.661	4.201	20.346	-0.015	0.009	-0.032
Si	45.069	6.916	20.399	0.048	-0.034	0.006
Si	47.609	9.68	20.28	-0.015	0.008	0.027
Si	45.035	12.211	20.392	-0.037	0.001	0.026
Si	47.686	14.988	20.409	0.059	0.044	-0.003
Si	50.323	1.379	20.23	-0.004	-0.006	0.023
Si	53.02	4.065	20.062	0.021	0.011	0.008
Si	50.393	6.774	19.969	-0.02	0.004	-0.001
Si	53.076	9.612	20.08	-0.007	-0.006	-0.02
Si	50.364	12.25	20.214	-0.025	0.022	-0.01
Si	52.966	14.858	20.164	0.035	-0.006	-0.013
Si	55.776	1.135	20.143	0.016	0.1	0.115
Si	58.253	3.943	20.141	-0.03	-0.022	0.027
Si	55.757	6.641	20.137	0.009	0.032	0.046
Si	58.33	9.505	20.23	-0.012	-0.035	0.048
Si	55.807	12.134	20.384	0.009	0.016	0.036
Si	58.602	14.888	20.314	-0.036	-0.023	0.015
Si	61.201	1.352	20.185	-0.035	-0.011	0.059
Si	63.868	4.217	20.44	-0.005	0.041	0.04
Si	61.149	6.664	20.169	-0.054	0.023	-0.007
Si	63.765	9.522	20.247	0.043	-0.027	-0.026
Si	61.154	12.323	20.16	0.028	-0.005	-0.025
Si	63.837	15.009	19.942	-0.006	-0.025	0.028
Si	65.11	0.022	21.358	-0.041	0.023	0.104
Si	2.462	2.88	21.803	0.129	0.037	-0.753
Si	64.709	6.218	21.583	-0.017	0.016	-0.037
Si	3.116	8.06	21.386	0.118	-0.026	0.087
Si	65.227	10.884	21.48	-0.376	0.396	-0.309
Si	2.437	13.494	21.296	-0.203	0.398	-0.406
Si	7.632	15.636	22.968	-0.008	0.014	-0.622
Si	7.848	2.21	23.356	0.083	-0.148	-0.071
Si	4.707	6.236	21.738	-0.064	0.102	-0.63
Si	8.31	8.162	21.516	0.028	-0.014	0.024
Si	5.676	10.971	21.493	-0.054	0.065	-0.015
Si	8.94	13.276	20.825	-0.09	-0.108	-0.105
Si	11.682	15.767	21.666	0.085	-0.001	0.086
Si	13.615	2.792	21.407	-0.034	0.006	0.041
Si	10.746	5.343	21.433	-0.047	-0.063	-0.005
Si	13.469	7.896	21.473	0.049	-0.084	0.07
Si	10.976	10.585	21.773	0.059	-0.077	0.154
Si	13.314	13.858	21.5	-0.289	0.24	-0.435
Si	16.216	-0.017	21.608	0.03	0.013	0.036
Si	18.874	2.496	21.827	0	-0.008	0.084
Si	16.15	5.319	21.788	-0.022	0.027	0.082
Si	18.938	8.182	21.885	-0.037	-0.001	0.028
Si	16.348	11.038	21.672	-0.038	0.079	0.114
Si	19.015	13.465	21.58	0.012	-0.007	0.044
Si	21.625	16.218	21.858	0.001	0.006	0.067
Si	24.474	2.528	22.052	-0.026	-0.029	0.014
Si	21.689	5.254	21.903	0.039	0.01	0.04
Si	24.305	7.971	22.136	-0.051	0.054	0.087
Si	21.614	10.658	21.9	0.001	0.013	0.094
Si	24.483	13.527	22.058	0.054	-0.026	0.046
Si	27.128	16.185	21.98	-0.046	0.028	0.018
Si	30.089	2.78	22.024	-0.04	-0.03	0.02
Si	27.153	5.333	22.187	0.033	-0.009	0.002
Si	29.701	8.188	22.154	0.043	0.04	0.069
Si	27.188	10.946	21.908	0.019	0.049	0.034
Si	29.873	13.551	21.844	0.026	-0.003	0.03
Si	32.768	0.219	21.901	-0.022	-0.072	-0.047
Si	35.287	2.817	21.549	-0.233	0.197	-0.487
Si	32.468	5.568	21.862	-0.068	0.084	0.027
Si	35.405	8.238	22.07	0.011	0.03	0.044
Si	32.678	10.9	21.939	0.009	0.001	0.028
Si	35.433	13.59	21.835	-0.008	-0.014	0.03
Si	38.143	0.039	21.715	-0.026	0.03	0.053
Si	40.851	2.944	21.771	-0.025	-0.04	0.079
Si	38.147	5.483	21.858	0.003	0.062	0.045
Si	40.98	8.225	21.932	0.001	-0.051	-0.027
Si	38.142	10.918	22.072	-0.013	0.009	0.046
Si	40.984	13.685	21.807	0.039	-0.08	0.065
Si	43.367	0.279	21.627	-0.049	0.095	0.032
Si	46.437	2.894	21.888	0.022	-0.026	0.057
Si	43.809	5.668	21.933	-0.029	0.033	0.022
Si	46.379	8.346	21.766	-0.002	-0.035	0.004
Si	43.685	10.965	21.875	-0.034	-0.033	-0.009
Si	46.14	13.798	21.721	-0.237	0.142	-0.425
Si	49.202	-0.063	21.707	0.224	-0.237	-0.476
Si	51.698	2.78	21.477	-0.003	0.063	-0.012
Si	49.077	5.665	21.518	-0.05	0.101	0.036
Si	51.799	8.073	21.221	0.055	0.021	-0.04
Si	49.156	10.838	21.602	0.194	-0.267	-0.395
Si	51.739	13.465	21.633	0.021	0.028	0.087
Si	54.354	16.128	21.482	-0.273	0.168	-0.275
Si	56.823	2.64	21.583	-0.321	0.301	-0.388
Si	54.358	5.299	21.514	0.044	-0.068	-0.001
Si	56.839	8.149	21.558	-0.299	0.258	-0.478
Si	54.296	10.801	21.706	0.026	-0.034	0.037
Si	57.72	13.042	21.541	0.066	-0.168	-0.622
Si	60.063	16.214	21.67	0.049	-0.097	0.052
Si	62.51	2.675	21.673	0.087	-0.006	0.114
Si	59.78	5.147	21.377	0.002	0.043	0.009
Si	62.788	7.726	21.495	0.035	0.037	0.121
Si	59.404	11.292	21.35	-0.038	0.014	0.1
Si	62.625	13.691	21.426	-0.013	-0.04	0.083
Si	0.8	14.593	22.483	-0.273	-0.195	-0.659
Si	3.903	1.11	24.087	-0.07	-0.064	-0.054
Si	1.469	4.208	24.258	-0.1	0.029	0.009
Si	4.245	5.672	24.858	-0.082	0.201	-0.132
Si	2.01	9.103	23.194	0.54	0.215	0.007
Si	4.457	12.228	23.034	0.349	-0.31	-0.308
Si	5.374	15.152	22.397	0.273	-0.074	-0.64
Si	10.605	2.622	24.262	0.15	0.163	-0.11
Si	5.897	3.212	25.422	-0.086	-0.046	-0.078
Si	9.976	7.086	22.805	-0.024	0.042	0.024
Si	7.4	9.957	22.662	0.003	0.017	0.053
Si	9.112	11.668	22.619	-0.003	-0.275	-0.555
Si	12.49	0.246	23.728	-0.188	-0.033	-0.712
Si	15.032	1.629	22.813	0.081	-0.033	-0.66
Si	12.482	4.401	22.666	0.194	0.217	-0.464
Si	14.203	6.148	22.866	-0.068	-0.207	-0.638
Si	11.807	8.663	22.89	-0.235	-0.012	-0.588
Si	15.56	12.673	23.265	0.254	-0.333	-0.645
Si	17.658	14.905	22.801	-0.025	0.017	-0.441
Si	19.852	0.789	23.181	0.099	0.171	-0.758
Si	17.269	3.689	23.066	0.134	0.096	-0.754
Si	20.558	6.942	23.072	0.205	0.266	-0.461
Si	18.059	10.117	23.026	0.265	0.13	-0.541
Si	19.879	11.801	23.01	-0.16	-0.292	-0.518
Si	23.159	15.09	23.221	-0.033	-0.172	-0.723
Si	25.518	0.845	23.424	0.192	0.183	-0.705
Si	23.181	4.013	23.318	-0.2	-0.092	-0.641
Si	25.381	6.309	23.495	0.232	0.192	-0.732
Si	22.27	8.731	23.176	-0.052	-0.231	-0.799
Si	26.407	12.719	23.243	-0.001	0.252	-0.589
Si	28.117	14.415	23.139	0.02	-0.033	0.037
Si	32.045	2.09	23.221	0.026	0.044	0.007
Si	29.125	4.493	23.307	-0.02	0.2	-0.592
Si	30.676	6.348	23.224	-0.13	-0.148	-0.657
Si	28.647	9.993	23.478	-0.261	-0.43	-0.674
Si	31.051	12.023	23.185	0.186	0.27	-0.755
Si	34.288	15.198	23.055	-0.091	0.021	-0.679
Si	36.694	0.78	23.4	0.317	-0.179	-0.453
Si	33.682	3.876	22.811	-0.405	-0.268	-0.298
Si	37.068	7.027	23.245	-0.228	-0.089	-0.761
Si	34.268	9.893	23.354	-0.039	-0.166	-0.629
Si	36.508	12.129	23.364	0.244	0.066	-0.622
Si	39.78	15.307	22.953	0.005	-0.159	-0.653
Si	41.841	1.313	23.079	0.14	0.192	-0.784
Si	39.601	4.272	23.244	-0.085	0	-0.675
Si	42.841	7.428	23.199	0.172	0.144	-0.561
Si	39.331	9.235	23.289	0.106	0.241	-0.681
Si	42.876	12.912	22.991	0.012	0.216	-0.679
Si	44.303	14.856	22.689	-0.161	-0.277	-0.405
Si	48.05	2.158	23.485	-0.43	0.145	-0.364
Si	45.339	4.406	23.272	-0.146	0.08	-0.682
Si	48.362	7.548	22.814	0.125	0.136	-0.63
Si	44.628	9.185	23.203	-0.19	-0.111	-0.525
Si	48.698	11.439	24.569	0.04	0.052	-0.122
Si	50.736	15.073	22.992	0.262	0.256	-0.544
Si	53.335	1.585	22.632	-0.045	-0.048	-0.003
Si	50.388	4.261	22.805	0.436	0.31	-0.233
Si	53.283	7.022	22.631	0.003	0.019	-0.001
Si	50.271	9.071	22.594	0.014	-0.054	-0.015
Si	52.977	12.129	23.14	0.009	-0.008	-0.044
Si	54.314	14.097	23.845	-0.32	-0.447	-0.326
Si	59.229	1.537	23.074	0.654	0.046	-0.465
Si	54.941	3.358	22.81	-0.054	0	-0.53
Si	58.88	6.395	23.061	0.144	-0.355	-0.565
Si	54.96	8.822	22.834	-0.162	-0.063	-0.564
Si	57.128	13.206	24.644	0.029	-0.023	0.041
Si	61.9	15.356	22.943	0.151	0.213	-0.597
Si	63.516	0.884	22.819	-0.32	-0.221	-0.667
Si	60.639	3.477	22.826	-0.084	-0.278	-0.508
Si	0.172	6.76	23.765	-0.088	-0.11	-0.571
Si	60.547	10.468	23.215	-0.22	-0.132	-0.617
Si	64.478	12.84	22.546	0.204	0.101	-0.649
Si	1.769	15.635	25.369	-0.041	-0.109	-0.131
Si	2.18	6.029	30.452	-0.062	0.076	0.054
Si	4.365	8.475	26.296	0.044	-0.056	0.061
Si	9.027	14.261	32.426	-0.099	-0.076	0.047
Si	1.521	12.85	26.662	0.021	-0.086	-0.077
Si	2.325	12.365	32.212	-0.026	-0.633	0.261
Si	3.621	0.212	29.033	-0.04	0.137	0.047
Si	12.737	14.253	25.814	-0.148	-0.023	0.156
Si	7.053	9.063	24.785	0.114	0.275	-0.516
Si	9.147	7.025	25	0.252	-0.107	-0.531
Si	8.289	13.355	25.041	0.011	-0.171	0.083
Si	11.674	11.694	26.322	-0.04	-0.021	0.066
Si	14.861	14.442	27.892	-0.137	-0.044	0.129
Si	17.527	13.824	29.109	-0.024	0.108	0.133
Si	10.325	14.09	27.272	-0.049	-0.078	-0.018
Si	12.451	7.42	27.987	0.02	-0.02	-0.074
Si	13.149	10.248	28.433	-0.019	0.011	-0.012
Si	15.99	10.394	25.251	-0.022	-0.031	-0.169
Si	16.427	7.061	28.717	-0.08	-0.049	0.007
Si	19.199	5.022	25.215	0.044	0.039	-0.19
Si	21.235	2.582	25.387	0.036	0.03	-0.083
Si	18.534	4.731	32.059	0.26	0.813	0.109
Si	13.766	8.07	25.168	-0.197	-0.023	-0.164
Si	20.365	13.698	28.037	0.022	0.04	-0.071
Si	21.406	13.412	25.289	-0.076	-0.018	-0.111
Si	31.605	6.463	26.236	-0.035	0.011	0
Si	28.454	3.964	26.346	0.028	-0.005	-0.127
Si	26.158	6.119	26.418	-0.035	0.074	-0.013
Si	21.664	6.768	28.179	-0.134	0.134	0.09
Si	27.05	11.19	25.845	0.206	0.103	-0.157
Si	24.691	9.986	27.587	-0.037	0.103	-0.058
Si	32.393	1.844	25.538	-0.245	0.171	-0.519
Si	32.586	3.879	29.41	-0.051	-0.07	0.059
Si	33.24	13.582	30.581	0.09	-0.562	-0.016
Si	26.308	8.062	28.962	0.08	-0.1	-0.002
Si	38.542	13.467	25.135	-0.14	0.024	0.118
Si	37.993	2.566	25.342	-0.016	0.02	-0.065
Si	31.108	1.493	28.142	0.101	0.056	-0.147
Si	35.818	4.871	25.056	0.036	-0.068	-0.217
Si	35.423	9.639	28.319	0.066	0.101	0.093
Si	34.841	15.775	29.308	-0.024	0.04	0.14
Si	38.485	9.558	27.908	0.044	-0.038	0.045
Si	53.935	3.835	25.566	0.059	-0.096	-0.025
Si	41.443	5.749	25.307	0.002	0.077	-0.097
Si	44.821	2.465	27.757	0.126	0.06	0.041
Si	56.384	8.543	30.292	-0.38	-0.059	0.547
Si	40.635	7.242	27.965	0.082	-0.018	0.015
Si	45.171	12.654	27.056	0.242	0.313	0.516
Si	48.979	14.529	28.457	-0.106	0.003	0.032
Si	46.278	7.362	27.454	0.049	0.042	0.042
Si	40.014	5.607	30.594	0.143	0.016	0.126
Si	46.272	9.973	25.817	-0.14	0.103	-0.093
Si	47.539	11.711	33.243	-0.206	0.245	0.311
Si	48.859	14.276	25.443	-0.003	0.079	-0.095
Si	52.365	0.044	24.144	0.021	0.242	-0.649
Si	51.855	5.786	24.095	-0.097	0.138	-0.677
Si	47.681	2.056	26.667	0.091	0.005	-0.165
Si	51.674	1.973	26.432	0.141	0.072	0.116
Si	52.146	7.916	26.069	-0.053	-0.043	0.076
Si	59.207	8.607	31.45	0.002	-0.101	0.022
Si	58.862	1.761	26.069	-0.007	0.043	-0.033
Si	57.326	0.171	28.091	-0.086	-0.055	-0.044
Si	58.031	3.72	30.957	0.278	-0.558	-0.027
Si	61.824	14.077	25.927	-0.02	0.032	-0.193
Si	56.15	8.717	25.766	-0.003	-0.012	0.073
Si	58.288	11.985	28.043	0.197	0.548	-0.188
Si	58.949	1.695	30.258	-0.299	0.468	0.288
Si	5.269	9.875	28.723	0.321	-0.125	0.484
Si	63.402	7.271	27.896	-0.1	-0.034	0.097
Si	63.495	8.74	25.336	-0.018	0.028	-0.091
Si	61.363	8.297	23.371	0.304	0.153	-0.729
Si	64.163	13.924	27.729	0.011	0.072	0.037
Si	64.853	5.159	29.339	-0.03	-0.033	-0.017
Si	60.919	5.574	27.552	-0.095	-0.087	0.05
Si	63.491	9.096	30.263	0.044	0.098	-0.075
Si	6.798	12.138	27.388	0.099	-0.019	0.02
Si	62.947	11.668	24.678	-0.075	0.003	0.009
Si	0.531	-0.068	29.227	0.039	-0.087	0.004
Si	5.751	2.404	28.359	0.004	-0.132	0.079
Si	9.506	3.162	31.932	0.039	0.047	0.118
Si	2.824	10.621	24.891	-0.166	-0.229	-0.491
Si	9.81	5.707	27.535	-0.013	0.035	-0.062
Si	9.102	11.045	28.999	0.311	0.166	0.195
Si	8.502	15.155	29.618	-0.161	-0.076	0.042
Si	13.012	2.659	28.173	-0.01	-0.036	0.151
Si	13.102	0.953	30.633	-0.048	-0.021	-0.051
Si	8.633	1.757	29.419	-0.076	0.068	0.02
Si	16.234	9.923	28.133	-0.06	-0.06	0.068
Si	14.171	5.313	28.873	0.102	-0.03	0.044
Si	15.304	0.96	28.692	-0.123	0.044	0.111
Si	19.634	3.007	29.814	-0.157	0.035	0.141
Si	22.059	16.046	32.978	0.033	-0.157	0.1
Si	15.536	4.701	31.568	0.002	0.012	-0.008
Si	12.962	7.791	33.092	-0.141	0.143	0.065
Si	22.283	11.583	27.356	0.014	0.024	0.04
Si	17.624	11.316	30.567	-0.242	-0.034	0.188
Si	22.235	2.27	28.283	-0.128	-0.063	0.01
Si	24.956	5.821	30.613	-0.108	0.107	0.053
Si	29.223	15.15	25.069	-0.389	-0.293	-0.513
Si	22.4	7.476	30.953	-0.198	-0.003	0.154
Si	22.252	8.919	26.338	-0.002	-0.035	-0.034
Si	24.165	1.14	30.195	-0.034	-0.04	0.103
Si	29.347	6.58	31.079	0.116	-0.103	-0.03
Si	32.889	15.717	27.096	-0.014	0.06	0.018
Si	29.079	9.302	29.879	0.046	0.043	0.019
Si	29.18	12.917	27.367	-0.079	0.007	0.046
Si	25.221	12.178	32.441	0.032	0.249	0.681
Si	33.628	11.438	29.74	0.092	0.658	0.303
Si	40.274	14.715	27.102	-0.048	-0.057	0.024
Si	34.76	9.207	31.056	-0.251	-0.531	0.525
Si	33.137	9.029	26.216	0.05	0.14	0.029
Si	39.978	10.96	25.709	-0.012	-0.079	-0.015
Si	30.296	14.101	30.064	0.016	-0.052	-0.127
Si	37.892	16.066	29.869	-0.013	-0.032	-0.018
Si	30.103	5.393	28.442	-0.019	0.079	-0.037
Si	43.697	7.502	28.7	-0.177	0.075	0.03
Si	41.119	7.169	32.981	0.212	-0.315	0.42
Si	45.698	12.644	30.958	0.093	0.451	-0.317
Si	41.774	10.057	32.014	-0.029	0.037	0.089
Si	39.866	13.801	29.922	0.039	0.128	0.104
Si	44.592	0.222	29.889	0.059	-0.088	0.052
Si	39.618	1.269	27.668	-0.042	-0.121	-0.019
Si	43.201	3.122	25.249	-0.006	0.074	-0.167
Si	45.792	9.078	33.455	-0.162	-0.247	0.601
Si	42.153	0.979	31.688	0.084	-0.06	0.064
Si	46.224	14.378	24.592	0.079	0.051	-0.173
Si	50.465	2.601	30.896	-0.064	0.016	0.121
Si	49.584	4.165	26.55	-0.015	0.009	0.211
Si	46.835	7.222	1.016	-0.054	0.108	0.007
Si	51.446	10.334	24.247	0.237	0.09	-0.632
Si	50.52	12.395	30.065	0.116	-0.012	0.096
Si	53.549	12.52	29.414	0.135	0.082	0.109
Si	50.408	5.257	29.283	-0.072	-0.04	-0.108
Si	58.401	10.545	25.526	-0.086	0.032	-0.048
Si	55.317	8.525	32.337	0.227	-0.001	-0.606
Si	54.809	6.373	26.879	0.039	0.048	0.533
Si	45.907	13.909	28.951	-0.196	-0.786	0.09
Si	59.936	12.025	33.503	-0.03	-0.003	-0.004
Si	59.018	15.867	32.396	-0.028	-0.083	0.053
Si	59.81	11.366	30.672	0.079	-0.034	0.051
Si	-0.045	1.72	25.407	0.015	-0.095	-0.174
Si	2.53	11.373	29.262	0.069	-0.075	-0.051
Si	55.545	10.705	28.152	0.09	-0.063	-0.036
Si	61.043	2.426	28.131	-0.108	0.051	-0.138
Si	58.871	14.031	27.074	-0.142	-0.607	0.153
Si	3.375	1.607	31.707	0.027	0.001	-0.01
Si	59.363	4.604	25.235	0.152	-0.122	-0.131
Si	5.638	14.329	29.117	0.152	0.023	0.048
Si	1.346	8.891	30.309	0.012	0.196	0.016
Si	5.092	13.902	32.197	0.529	-0.307	0.293
Si	4.41	4.097	30.426	0.063	-0.06	0.027
Si	9.515	9.673	26.324	-0.065	-0.044	0.06
Si	6.974	4.564	32.062	0.098	0.09	0.013
Si	10.399	6.211	32.262	-0.025	0.099	0.103
Si	8.404	6.593	30.1	0.134	0.067	0.139
Si	10.313	2.746	27.16	0.006	0.041	0.04
Si	13.602	12.973	33.096	0.053	-0.092	0.017
Si	13.647	2.791	33.089	-0.022	0.192	-0.15
Si	1.41	5.111	33.241	0.017	-0.019	0.121
Si	15.439	7.723	31.679	0.35	0.293	0.296
Si	11.094	11.857	29.937	-0.641	-0.049	-0.514
Si	12.82	14.266	30.368	-0.086	-0.032	0.061
Si	17.302	0.096	33.172	0.062	-0.135	0.091
Si	17.791	0.554	30.079	0.049	0.017	0.098
Si	20.699	6.619	1.544	-0.046	0.03	0.702
Si	18.875	5.4	28.204	-0.053	-0.052	-0.073
Si	17.179	9.057	32.574	-0.333	-0.252	0.401
Si	20.385	11.904	31.782	-0.123	0.125	0.235
Si	21.677	14.492	30.439	0.065	-0.028	0.074
Si	26.37	0.002	28.814	-0.03	-0.007	-0.109
Si	24.053	4.696	27.98	-0.006	0.064	0.055
Si	22.775	10.176	32.311	0.114	-0.047	0.173
Si	27.338	1.062	26.039	-0.041	-0.06	-0.101
Si	23.978	2.191	32.921	0.052	0.004	0.049
Si	24.652	14.594	30.454	0.069	-0.05	0.044
Si	32.036	14.162	24.986	-0.035	0.036	-0.094
Si	26.799	5.768	32.778	0.17	-0.119	0.07
Si	31.048	7.035	33.329	0.195	-0.293	0.474
Si	27.903	10.772	32.334	0.179	-0.132	0.037
Si	29.712	13.118	32.983	0.107	0.071	0.045
Si	34.296	1.229	31.581	-0.434	0.326	0.197
Si	29.968	2.205	32.631	0.039	-0.036	0.042
Si	31.159	10.696	27.85	0.1	-0.103	0.111
Si	33.887	7.932	32.72	0.201	0.243	-0.4
Si	29.109	0.622	30.079	0.077	0.056	0.046
Si	33.457	15.088	33.303	0.31	-0.322	0.378
Si	39.196	11.003	30.493	0.02	0.093	0.054
Si	32.993	3.056	32.152	0.332	-0.591	0.006
Si	41.318	3.075	29.502	-0.018	-0.095	-0.016
Si	37.107	10.784	32.557	-0.119	-0.018	0.073
Si	37.215	1.593	32.118	-0.058	0.054	0.03
Si	38.024	4.435	32.428	-0.011	-0.076	0.035
Si	40.97	14.808	32.588	0.033	0.013	0.152
Si	48.049	7.086	30.048	0.063	0.065	-0.021
Si	44.017	4.549	29.489	0.029	0.067	0.027
Si	44.445	9.755	30.722	0.106	0.068	0.141
Si	33.646	4.29	26.746	0.005	-0.026	-0.11
Si	42.303	12.642	26.107	0.029	0.11	0.042
Si	50.246	13.145	33.037	-0.172	-0.081	-0.003
Si	49.773	0.978	28.569	0.037	0.034	-0.077
Si	45.16	3.778	32.354	-0.008	0.037	0.006
Si	47.582	5.901	25.12	-0.087	0.016	-0.042
Si	44.126	14.464	33.078	0.175	-0.365	0.27
Si	45.856	0.731	32.389	0.201	-0.088	-0.037
Si	53.353	1.432	31.046	0.097	-0.043	0.068
Si	54.901	15.347	29.633	0.037	-0.051	0.029
Si	50.059	9.414	30.713	0.059	-0.111	0.011
Si	52.057	7.836	29.119	-0.009	0.099	-0.157
Si	62.749	12.145	29.933	-0.012	-0.133	0.08
Si	62.855	13.087	32.75	-0.095	0.006	-0.034
Si	64.055	2.315	28.16	0.008	-0.009	-0.04
Si	55.079	3.99	30.867	0.051	0.105	0.081
Si	62.696	7.898	32.931	0.139	0.021	-0.076
Si	60.144	5.883	30.36	0.011	0.099	0.184
Si	54.715	6.536	29.154	0.04	-0.325	-0.59
Si	0.589	0.452	32.287	-0.01	-0.041	-0.041
Si	1.371	15.078	6.708	0.025	0.021	-0.05
Si	4.159	1.256	6.854	0.067	-0.035	-0.043
Si	1.43	4.075	6.683	-0.01	0.035	-0.008
Si	4.212	6.788	6.765	-0.019	0.02	0.001
Si	1.483	9.568	6.649	-0.012	0.011	-0.014
Si	4.126	12.298	6.795	-0.023	-0.009	-0.038
Si	6.894	15.023	6.718	-0.023	-0.015	0.013
Si	9.562	1.348	6.734	0.038	-0.001	-0.004
Si	6.87	4.168	6.794	-0.003	0.024	-0.02
Si	9.598	6.744	6.955	0.031	0	0
Si	6.877	9.535	6.941	-0.018	0.042	0.001
Si	9.623	12.3	6.77	0.015	-0.017	-0.042
Si	12.357	14.946	6.857	-0.008	-0.005	0.006
Si	15.07	1.284	6.883	0.008	-0.007	0.005
Si	12.324	4.044	6.852	-0.026	0.023	0.004
Si	15.062	6.742	6.881	0.026	0.01	-0.001
Si	12.331	9.526	6.879	0.014	0.023	-0.02
Si	15.064	12.21	6.89	0	-0.009	0.016
Si	17.797	14.929	6.823	-0.023	-0.022	0.002
Si	20.524	1.293	6.859	-0.019	-0.008	0.009
Si	17.785	4.045	6.846	-0.013	0.021	-0.007
Si	20.487	6.781	6.835	-0.002	-0.009	-0.005
Si	17.75	9.498	6.907	0.028	0.015	0.014
Si	20.479	12.187	6.88	-0.005	0.009	0.005
Si	23.225	14.875	6.92	0.017	-0.028	0.003
Si	25.888	1.299	6.802	-0.03	0.014	-0.012
Si	23.202	4.005	6.803	0.014	-0.004	-0.005
Si	25.897	6.755	6.79	0.001	-0.007	-0.001
Si	23.187	9.466	6.8	-0.002	0.019	0.005
Si	25.886	12.176	6.83	0.011	0.009	0.023
Si	28.612	14.86	6.816	0.01	-0.028	-0.008
Si	31.3	1.258	6.872	0.023	-0.026	0.003
Si	28.546	4.021	6.844	-0.014	0.019	0.002
Si	31.272	6.682	6.824	0.021	0.006	-0.015
Si	28.568	9.449	6.841	0.004	0.004	0.001
Si	31.228	12.13	6.869	0.015	0.01	0.004
Si	33.967	14.924	6.911	-0.004	0.003	0.023
Si	36.657	1.31	6.86	0	0.014	0.003
Si	33.958	3.977	6.829	0.033	-0.019	-0.015
Si	36.678	6.723	6.911	0.02	0	-0.005
Si	33.963	9.423	6.916	-0.015	0.009	-0.016
Si	36.669	12.228	7.021	0	0.011	0.039
Si	39.395	14.916	6.919	0.005	-0.005	-0.005
Si	42.118	1.36	6.865	0.017	-0.019	0.007
Si	39.331	4.067	6.899	-0.002	0.034	-0.01
Si	42.124	6.73	7.002	0.016	-0.026	0.031
Si	39.356	9.501	6.95	-0.001	0.021	0.027
Si	42.01	12.228	6.926	0.011	0.016	0.018
Si	44.75	15.051	6.821	0.013	0.021	-0.013
Si	47.489	1.487	6.631	-0.013	-0.016	0.026
Si	44.838	4.087	6.702	0.002	-0.006	0.018
Si	47.534	6.81	6.619	0.001	-0.031	-0.019
Si	44.81	9.508	6.877	-0.007	-0.014	-0.001
Si	47.538	12.271	6.712	-0.005	-0.043	-0.028
Si	50.23	15.055	6.574	-0.009	-0.031	-0.01
Si	52.92	1.471	6.543	0.007	-0.007	0.014
Si	50.199	4.156	6.533	-0.03	0.012	-0.029
Si	52.88	6.911	6.6	-0.036	0	0.005
Si	50.217	9.575	6.593	-0.008	0.006	0.01
Si	52.954	12.378	6.587	0	0.079	-0.041
Si	55.699	14.987	6.478	-0.014	0.007	-0.039
Si	58.479	1.398	6.647	-0.007	-0.035	-0.014
Si	55.679	4.181	6.579	-0.026	0.004	-0.004
Si	58.419	6.844	6.73	-0.018	-0.023	0.037
Si	55.663	9.576	6.61	-0.004	-0.021	0.017
Si	58.439	12.328	6.592	-0.005	-0.032	0.014
Si	61.224	15.015	6.6	0.014	-0.004	0.027
Si	63.939	1.403	6.691	0.027	-0.013	0.005
Si	61.119	4.169	6.701	0.032	0.026	-0.016
Si	63.991	6.823	6.635	0.004	-0.018	-0.006
Si	61.205	9.563	6.608	-0.032	0.002	-0.006
Si	63.945	12.308	6.641	-0.031	-0.02	-0.016
Si	2.734	-0.009	8.166	-0.058	0.001	0.024
Si	5.497	2.744	8.103	0.004	-0.013	-0.034
Si	2.762	5.458	8.059	0.017	-0.024	-0.016
Si	5.497	8.144	8.201	0.02	-0.011	0.003
Si	2.766	10.911	8.103	-0.002	-0.029	-0.003
Si	5.508	13.672	8.093	0.027	0	0.007
Si	8.225	0.02	8.127	-0.006	-0.006	0.01
Si	10.926	2.676	8.147	-0.001	0.006	-0.012
Si	8.209	5.413	8.256	0.011	0.028	0.015
Si	10.961	8.166	8.223	-0.048	0.022	0.016
Si	8.265	10.946	8.174	-0.014	-0.012	0.015
Si	10.966	13.599	8.184	0.028	0.017	-0.009
Si	13.693	-0.032	8.235	0.001	-0.013	0.01
Si	16.423	2.682	8.209	-0.009	-0.016	-0.012
Si	13.676	5.4	8.217	-0.019	0.007	-0.008
Si	16.414	8.106	8.236	-0.017	0.016	0.001
Si	13.7	10.857	8.235	0.017	-0.013	0.002
Si	16.436	13.583	8.208	0.004	-0.007	0.003
Si	19.145	16.267	8.213	0.005	-0.007	-0.005
Si	21.867	2.666	8.208	0.01	-0.022	0.004
Si	19.146	5.403	8.202	-0.01	0.002	-0.007
Si	21.858	8.112	8.2	0.009	-0.003	-0.006
Si	19.129	10.843	8.247	-0.013	0.001	0.006
Si	21.842	13.524	8.253	0.004	-0.01	0.011
Si	24.567	16.277	8.229	-0.001	0.003	-0.007
Si	27.216	2.65	8.211	0.002	0.001	0.004
Si	24.548	5.383	8.169	-0.01	0.019	-0.003
Si	27.223	8.093	8.213	-0.009	0.01	-0.003
Si	24.534	10.814	8.2	-0.013	0	-0.002
Si	27.237	13.537	8.208	-0.017	0.006	-0.004
Si	29.941	16.216	8.225	0.004	-0.001	0.004
Si	32.623	2.648	8.243	-0.019	0.021	-0.002
Si	29.91	5.37	8.224	-0.005	-0.022	0.005
Si	32.601	8.051	8.243	0.01	-0.004	-0.003
Si	29.902	10.789	8.255	0.008	-0.009	-0.003
Si	32.591	13.532	8.228	-0.013	-0.01	-0.008
Si	35.316	-0.024	8.269	0.001	-0.002	-0.009
Si	37.994	2.684	8.247	0.006	-0.002	-0.011
Si	35.293	5.357	8.229	-0.025	0.016	0.01
Si	38.005	8.115	8.279	0.013	-0.017	0.009
Si	35.288	10.821	8.293	-0.012	-0.019	-0.006
Si	38.035	13.604	8.326	0.015	0.004	0
Si	40.76	-0.008	8.232	-0.01	-0.009	-0.007
Si	43.498	2.75	8.148	0.01	-0.004	0.001
Si	40.707	5.395	8.284	-0.026	-0.003	0.008
Si	43.483	8.153	8.262	0.034	-0.009	0.006
Si	40.698	10.873	8.305	-0.01	-0.002	-0.007
Si	43.417	13.647	8.184	0.005	0.01	-0.008
Si	46.179	0.104	8.07	-0.005	0.001	0.008
Si	48.885	2.812	7.978	-0.001	-0.003	-0.008
Si	46.195	5.468	8.048	0	0.015	-0.007
Si	48.891	8.192	7.985	0.011	0.004	-0.012
Si	46.193	10.926	8.125	-0.004	0.018	0.006
Si	48.907	13.682	7.996	-0.017	0.026	0.012
Si	51.611	0.074	7.933	0.012	0.016	0.007
Si	54.316	2.792	7.917	0.017	0.003	0.007
Si	51.556	5.502	7.939	0.033	-0.006	0.001
Si	54.28	8.235	7.969	0.041	0.021	-0.009
Si	51.607	10.954	7.931	0.001	-0.049	-0.011
Si	54.352	13.69	7.932	0.039	-0.025	-0.002
Si	57.058	0.016	7.906	0.004	-0.027	0.005
Si	59.808	2.756	8.034	0.021	0.005	0.009
Si	57.035	5.473	8.015	-0.012	-0.003	0
Si	59.841	8.218	7.993	0.005	0.003	-0.001
Si	57.08	10.927	7.937	-0.011	0.011	-0.017
Si	59.82	13.672	7.949	-0.004	0.011	0.012
Si	62.571	0.027	8.013	0.008	0.014	0.023
Si	0.035	2.752	8.04	-0.01	-0.021	0.018
Si	62.58	5.49	7.996	-0.011	-0.003	0.023
Si	0.051	8.22	7.985	0.004	0.022	-0.012
Si	62.563	10.934	7.972	0.017	0.011	-0.007
Si	0.021	13.658	8.023	-0.014	0.026	0.003
Si	1.375	1.406	9.438	-0.006	0.005	0.008
Si	4.103	4.092	9.439	0	0.023	-0.003
Si	1.379	6.844	9.375	-0.013	-0.03	-0.002
Si	4.102	9.542	9.48	0	-0.011	0.001
Si	1.372	12.288	9.408	-0.011	-0.01	-0.004
Si	4.119	14.967	9.485	0.014	-0.014	0.006
Si	6.851	1.383	9.468	0.037	0.009	0.003
Si	9.586	4.029	9.54	-0.008	-0.036	-0.01
Si	6.85	6.806	9.562	-0.026	0.002	0.011
Si	9.586	9.543	9.534	0.039	0.016	0.001
Si	6.851	12.3	9.473	-0.012	0.023	-0.018
Si	9.576	14.973	9.492	-0.002	0.005	0
Si	12.294	1.34	9.531	-0.024	-0.001	-0.009
Si	15.039	4.031	9.561	0.004	-0.01	-0.001
Si	12.32	6.78	9.556	0.017	0.001	0.002
Si	15.057	9.483	9.571	-0.003	-0.002	-0.007
Si	12.318	12.23	9.545	-0.005	-0.018	-0.006
Si	15.063	14.929	9.567	-0.021	0.002	-0.001
Si	17.784	1.317	9.566	0.004	0.007	0.001
Si	20.504	4.034	9.558	0.007	0.014	0.004
Si	17.784	6.749	9.574	-0.007	-0.001	-0.01
Si	20.505	9.469	9.575	-0.003	0.01	-0.007
Si	17.778	12.219	9.582	0.002	0.007	-0.003
Si	20.486	14.905	9.594	-0.015	0.017	0.004
Si	23.205	1.309	9.588	0.004	0.019	0.011
Si	25.881	4.028	9.577	-0.002	-0.002	-0.007
Si	23.201	6.736	9.561	-0.002	-0.007	0.007
Si	25.875	9.453	9.588	-0.013	-0.018	-0.001
Si	23.203	12.167	9.602	0.006	0.008	-0.005
Si	25.909	14.905	9.596	0.016	0.008	-0.001
Si	28.583	1.289	9.578	-0.003	-0.013	-0.01
Si	31.263	4.017	9.607	0.015	0.005	0.005
Si	28.577	6.747	9.601	0.013	0.019	-0.002
Si	31.266	9.44	9.617	-0.005	0.01	0.002
Si	28.564	12.174	9.61	0.005	-0.006	-0.008
Si	31.27	14.888	9.631	-0.003	0.003	-0.002
Si	33.971	1.326	9.646	0.01	0.006	0.002
Si	36.659	4.043	9.626	-0.002	-0.004	-0.005
Si	33.96	6.721	9.621	-0.002	-0.016	0.005
Si	36.651	9.471	9.646	0.012	0.002	0.009
Si	33.941	12.2	9.635	0.005	0.009	0.001
Si	36.669	14.963	9.66	0.001	-0.004	0.005
Si	39.385	1.345	9.595	0	-0.015	-0.006
Si	42.119	4.049	9.569	0.006	0.002	-0.009
Si	39.382	6.786	9.637	0.023	0.027	0.008
Si	42.112	9.525	9.602	0	0.014	-0.002
Si	39.373	12.235	9.672	-0.004	-0.015	0.016
Si	42.101	14.973	9.6	-0.006	-0.01	0.01
Si	44.845	1.402	9.503	0.016	0.006	0.003
Si	47.556	4.129	9.409	0.007	0.009	0
Si	44.87	6.779	9.522	-0.018	0.001	0.005
Si	47.558	9.534	9.419	-0.019	-0.015	-0.001
Si	44.827	12.286	9.49	0.016	-0.007	-0.001
Si	47.548	15.024	9.387	0.001	-0.002	0.007
Si	50.251	1.419	9.317	-0.022	-0.024	0.002
Si	52.956	4.141	9.291	-0.004	0.013	0.005
Si	50.248	6.848	9.357	-0.01	-0.008	0.007
Si	52.951	9.599	9.329	0.008	0	0.006
Si	50.266	12.298	9.335	0.017	0.017	-0.019
Si	52.988	15.039	9.296	-0.002	0.022	-0.003
Si	55.693	1.4	9.261	-0.023	-0.007	-0.005
Si	58.419	4.112	9.356	-0.035	-0.012	0
Si	55.669	6.861	9.323	0.003	0.003	0.008
Si	58.45	9.578	9.316	0.006	0.001	-0.003
Si	55.706	12.292	9.282	-0.008	-0.009	0.003
Si	58.439	15.014	9.303	0.009	-0.008	0.005
Si	61.201	1.396	9.362	0.005	-0.032	0.013
Si	63.923	4.113	9.363	-0.002	-0.009	0.003
Si	61.212	6.856	9.342	-0.002	0.016	-0.011
Si	63.94	9.576	9.335	-0.017	0.009	0.005
Si	61.181	12.291	9.315	-0.015	-0.003	-0.001
Si	63.931	14.997	9.389	0.004	0.007	0.012
Si	0.01	0.036	10.766	0.021	0.012	0
Si	2.735	2.751	10.797	-0.013	-0.014	0.005
Si	0.003	5.478	10.718	-0.019	0.009	0.002
Si	2.709	8.182	10.789	-0.007	0.005	0.002
Si	-0.007	10.925	10.739	-0.007	0.015	0.001
Si	2.742	13.611	10.808	0.009	0.006	-0.003
Si	5.468	0.036	10.818	-0.021	0.009	-0.001
Si	8.197	2.694	10.87	0	-0.007	0.011
Si	5.446	5.435	10.835	0.02	0	0.001
Si	8.212	8.186	10.881	0.003	0.008	0.007
Si	5.473	10.927	10.811	0.024	0.004	0.001
Si	8.197	13.641	10.848	0.011	-0.007	0.002
Si	10.925	-0.011	10.872	0.013	-0.003	0.01
Si	13.656	2.683	10.904	-0.013	0.002	-0.006
Si	10.942	5.402	10.881	-0.033	0.007	-0.001
Si	13.686	8.128	10.904	0.003	0.019	0.002
Si	10.948	10.879	10.888	-0.003	-0.006	0.009
Si	13.681	13.577	10.897	0.008	0.003	0.007
Si	16.411	-0.032	10.928	-0.014	-0.008	-0.006
Si	19.149	2.671	10.919	0.001	0.001	0
Si	16.409	5.389	10.909	0.004	0.005	0.001
Si	19.148	8.106	10.927	0.001	-0.011	-0.001
Si	16.42	10.844	10.915	0.006	0	0.001
Si	19.124	13.558	10.964	-0.012	-0.03	0.001
Si	21.852	16.263	10.947	0.004	0.004	0.001
Si	24.544	2.671	10.963	-0.016	-0.004	0.003
Si	21.853	5.382	10.937	-0.008	-0.009	0.001
Si	24.533	8.09	10.96	0	0.002	0.003
Si	21.844	10.814	10.965	0.001	-0.011	0
Si	24.553	13.539	10.962	-0.004	-0.004	0
Si	27.244	16.263	10.979	-0.006	-0.008	-0.003
Si	29.913	2.656	10.975	-0.003	-0.002	-0.004
Si	27.223	5.383	10.967	0.003	-0.008	-0.001
Si	29.913	8.102	11	0.005	0.002	-0.001
Si	27.22	10.813	10.979	-0.01	0.015	-0.002
Si	29.913	13.534	10.996	0.006	0.005	-0.003
Si	32.61	-0.045	10.997	0.005	-0.018	0.001
Si	35.319	2.696	11.016	-0.006	0.008	-0.001
Si	32.606	5.382	11	0.004	0.011	0
Si	35.303	8.103	10.997	-0.013	-0.005	-0.004
Si	32.6	10.825	10.996	0.002	-0.008	-0.005
Si	35.307	13.575	10.995	0.001	0.016	-0.006
Si	38.042	0.006	11.001	-0.009	0.01	-0.005
Si	40.759	2.709	10.946	0.019	-0.008	-0.006
Si	38.02	5.421	10.983	-0.014	0.001	-0.001
Si	40.752	8.167	10.963	-0.009	-0.006	0.001
Si	38.011	10.855	10.997	0.002	0.015	-0.011
Si	40.755	13.616	10.98	0.001	0.005	-0.002
Si	43.49	0.042	10.889	0.004	-0.001	-0.002
Si	46.215	2.777	10.813	-0.009	0.003	0.001
Si	43.48	5.448	10.89	0.007	-0.015	-0.007
Si	46.215	8.192	10.829	0.017	-0.014	0.006
Si	43.486	10.927	10.893	-0.006	0.011	-0.005
Si	46.207	13.668	10.798	-0.017	0.02	0
Si	48.921	0.061	10.728	0.009	0.008	0.002
Si	51.623	2.769	10.677	0.013	-0.001	-0.004
Si	48.912	5.495	10.754	-0.01	0.011	0.007
Si	51.622	8.213	10.7	-0.012	0.006	0.001
Si	48.923	10.932	10.733	0.007	-0.017	-0.009
Si	51.648	13.656	10.671	0.011	-0.01	-0.003
Si	54.351	0.055	10.659	-0.001	-0.008	0.018
Si	57.056	2.73	10.669	0.022	-0.01	0.012
Si	54.327	5.477	10.675	-0.008	0.005	0.001
Si	57.08	8.2	10.662	-0.012	-0.005	-0.002
Si	54.356	10.934	10.665	0.004	0.003	0.002
Si	57.08	13.634	10.647	0.008	-0.018	0.001
Si	59.813	0.031	10.687	-0.007	0.013	0.005
Si	62.567	2.751	10.725	0.013	0.005	0.005
Si	59.823	5.483	10.672	0.023	-0.005	-0.012
Si	62.571	8.213	10.694	0.008	-0.01	0.007
Si	59.821	10.923	10.671	-0.011	0.005	0.006
Si	62.544	13.627	10.707	0.005	-0.01	-0.008
Si	1.389	15.011	12.136	-0.022	-0.006	-0.01
Si	4.097	1.396	12.162	0.01	0.011	-0.007
Si	1.345	4.117	12.104	0.023	0.011	-0.001
Si	4.064	6.813	12.145	0.001	-0.018	-0.001
Si	1.342	9.563	12.117	-0.013	-0.009	0.009
Si	4.104	12.274	12.181	-0.015	-0.016	0.005
Si	6.822	15.002	12.189	0.02	0	-0.013
Si	9.547	1.336	12.223	-0.012	0.001	-0.005
Si	6.807	4.066	12.183	-0.011	0.001	-0.008
Si	9.557	6.771	12.203	0.026	0.008	-0.001
Si	6.826	9.573	12.183	-0.011	0.009	0.008
Si	9.556	12.26	12.186	0.009	-0.007	-0.007
Si	12.29	14.942	12.214	-0.002	-0.005	-0.012
Si	15.021	1.322	12.261	-0.002	-0.003	0.006
Si	12.287	4.04	12.255	0.012	0.006	0.003
Si	15.041	6.759	12.249	-0.017	0.011	-0.002
Si	12.308	9.496	12.222	0.001	-0.001	-0.002
Si	15.047	12.211	12.24	-0.017	-0.011	-0.013
Si	17.747	14.92	12.306	-0.004	0.037	0.004
Si	20.498	1.312	12.295	0.002	-0.008	-0.003
Si	17.776	4.032	12.26	-0.01	-0.003	-0.004
Si	20.495	6.743	12.295	-0.001	0.002	-0.006
Si	17.784	9.476	12.264	0.004	0.003	-0.012
Si	20.481	12.18	12.314	-0.001	0.014	0
Si	23.199	14.901	12.325	-0.004	0.002	0
Si	25.885	1.306	12.342	0.005	0.012	-0.004
Si	23.191	4.027	12.328	0	0.003	-0.001
Si	25.875	6.738	12.352	-0.004	0.008	0.003
Si	23.186	9.449	12.337	-0.014	0	0.004
Si	25.885	12.179	12.356	0.005	-0.003	0
Si	28.576	14.905	12.37	0.001	0.001	-0.001
Si	31.261	1.318	12.372	0.005	0.004	-0.005
Si	28.567	4.026	12.349	0.004	0.006	-0.007
Si	31.266	6.755	12.378	0.002	-0.003	0.008
Si	28.566	9.466	12.374	0.009	-0.003	0.002
Si	31.259	12.184	12.381	-0.005	-0.004	0.002
Si	33.965	14.935	12.375	-0.001	0.012	-0.001
Si	36.695	1.361	12.38	0.015	-0.003	0.007
Si	33.97	4.056	12.388	0.002	-0.009	0.003
Si	36.68	6.778	12.368	0.012	0.004	0.004
Si	33.961	9.478	12.364	0.013	0.012	0.003
Si	36.676	12.227	12.359	-0.007	-0.024	0.002
Si	39.411	14.971	12.354	0.002	-0.011	0.009
Si	42.139	1.372	12.29	-0.009	-0.015	0.004
Si	39.414	4.081	12.322	0.01	0.002	-0.005
Si	42.137	6.811	12.278	0.004	0.016	0.002
Si	39.4	9.521	12.339	-0.007	0.013	0.002
Si	42.141	12.264	12.3	0.001	0.008	0.009
Si	44.86	14.996	12.212	0.002	-0.004	0.007
Si	47.575	1.399	12.136	-0.006	0.004	0.004
Si	44.856	4.096	12.217	0.003	-0.012	0.001
Si	47.576	6.832	12.162	0.008	-0.003	0.011
Si	44.857	9.554	12.21	-0.007	-0.004	-0.001
Si	47.573	12.286	12.127	-0.005	-0.002	0
Si	50.293	15.001	12.058	0.003	-0.011	-0.013
Si	52.993	1.402	12.031	-0.007	0.004	-0.002
Si	50.28	4.112	12.075	-0.011	0.004	-0.007
Si	52.988	6.837	12.047	0.01	-0.002	0.003
Si	50.277	9.565	12.083	0.005	-0.005	0.004
Si	53.007	12.292	12.031	0.005	0	-0.005
Si	55.713	14.991	12.002	-0.001	0.01	-0.004
Si	58.438	1.387	12.032	-0.012	-0.002	0.01
Si	55.704	4.099	12.025	-0.016	-0.019	-0.007
Si	58.453	6.836	12.025	0.004	0.007	-0.015
Si	55.719	9.556	12.018	0.006	0.012	0.004
Si	58.441	12.272	12.01	0.002	0.008	0.001
Si	61.179	14.988	12.054	0.004	-0.012	0.007
Si	63.927	1.401	12.106	0.006	-0.023	0.01
Si	61.181	4.125	12.042	-0.007	-0.007	0.001
Si	63.916	6.843	12.062	0.002	-0.004	-0.001
Si	61.183	9.557	12.036	0.012	0.005	0.001
Si	63.901	12.281	12.091	-0.013	0.006	0.004
Si	2.75	0.046	13.525	0.016	-0.003	-0.002
Si	5.436	2.739	13.55	0.017	-0.007	-0.001
Si	2.697	5.446	13.485	-0.026	0.014	-0.002
Si	5.43	8.192	13.472	-0.012	-0.006	-0.008
Si	2.71	10.91	13.491	0.006	-0.002	0
Si	5.46	13.656	13.545	-0.004	0.019	0
Si	8.163	0.016	13.581	0.01	0.003	0.001
Si	10.897	2.675	13.592	-0.008	-0.007	0.006
Si	8.163	5.414	13.534	-0.02	-0.012	-0.008
Si	10.938	8.118	13.536	-0.011	0.003	-0.009
Si	8.189	10.932	13.547	0.013	0.015	0.018
Si	10.902	13.603	13.552	0.013	-0.005	0.003
Si	13.641	-0.048	13.592	-0.031	-0.013	-0.002
Si	16.394	2.689	13.599	0.013	0.009	-0.004
Si	13.654	5.413	13.586	0.007	-0.006	0
Si	16.415	8.112	13.592	0.001	0.006	-0.001
Si	13.671	10.86	13.558	0.02	-0.012	0
Si	16.37	13.55	13.647	-0.013	-0.027	0.002
Si	19.129	-0.043	13.64	0.005	0.01	0
Si	21.85	2.652	13.687	-0.004	0.008	0.005
Si	19.136	5.374	13.635	-0.003	0.002	-0.001
Si	21.825	8.089	13.696	0.002	-0.007	0.004
Si	19.12	10.813	13.664	-0.003	-0.012	-0.004
Si	21.839	13.535	13.677	-0.009	-0.011	0.001
Si	24.541	16.255	13.715	-0.004	-0.001	0
Si	27.208	2.678	13.728	0.007	-0.008	-0.003
Si	24.515	5.385	13.727	-0.007	-0.015	-0.004
Si	27.215	8.096	13.742	-0.003	0	-0.004
Si	24.536	10.805	13.715	-0.003	0.006	-0.002
Si	27.228	13.54	13.744	0.002	0.004	-0.002
Si	29.909	-0.041	13.749	0.003	-0.011	-0.003
Si	32.607	2.696	13.745	-0.004	-0.004	-0.004
Si	29.907	5.391	13.737	-0.002	-0.003	-0.002
Si	32.61	8.137	13.753	0.006	0.008	0
Si	29.907	10.834	13.763	0.002	0.007	-0.004
Si	32.616	13.563	13.741	0.009	-0.003	-0.01
Si	35.324	-0.008	13.731	-0.002	-0.021	-0.007
Si	38.073	2.737	13.72	-0.003	0.008	-0.002
Si	35.33	5.433	13.751	-0.007	-0.001	-0.001
Si	38.052	8.159	13.709	-0.002	0.003	-0.003
Si	35.33	10.85	13.714	-0.007	0.011	-0.01
Si	38.052	13.597	13.707	-0.007	0.013	-0.007
Si	40.799	0.022	13.679	0.003	0.008	-0.008
Si	43.509	2.755	13.615	-0.001	0.008	-0.007
Si	40.779	5.468	13.661	-0.002	-0.008	-0.002
Si	43.5	8.204	13.597	-0.011	-0.005	-0.002
Si	40.774	10.905	13.664	0.001	-0.007	-0.002
Si	43.513	13.653	13.617	0.003	0.005	0
Si	46.22	0.06	13.532	0.002	0	-0.006
Si	48.94	2.76	13.473	0.012	0.004	0.001
Si	46.218	5.478	13.535	-0.016	0.01	-0.004
Si	48.938	8.213	13.481	-0.014	0.004	0.003
Si	46.219	10.945	13.53	-0.01	-0.011	0.007
Si	48.947	13.658	13.459	0.022	0.019	0.001
Si	51.662	0.027	13.411	0.009	0.008	0.003
Si	54.363	2.733	13.402	-0.002	0.009	0.013
Si	51.644	5.471	13.419	0	-0.003	-0.005
Si	54.375	8.185	13.388	-0.006	-0.012	0.004
Si	51.658	10.932	13.402	0.008	-0.001	-0.004
Si	54.379	13.629	13.391	-0.006	-0.002	0.003
Si	57.075	0.008	13.368	0.005	-0.02	-0.002
Si	59.81	2.756	13.378	0.022	0.011	-0.005
Si	57.099	5.447	13.367	0.013	-0.009	-0.003
Si	59.824	8.185	13.393	0.014	-0.001	-0.008
Si	57.096	10.9	13.372	0	-0.007	-0.001
Si	59.801	13.611	13.38	-0.012	-0.019	-0.007
Si	62.557	0.02	13.422	-0.005	0.009	-0.004
Si	0.007	2.76	13.482	-0.008	0.002	0.01
Si	62.545	5.481	13.406	0.013	0.009	-0.01
Si	-0.02	8.183	13.452	-0.01	0.001	0.001
Si	62.531	10.897	13.422	-0.002	0.004	0.01
Si	-0.009	13.655	13.447	0.024	0	-0.013
Si	1.389	1.419	14.866	0.016	-0.001	0.008
Si	4.037	4.094	14.874	0	0.003	-0.005
Si	1.339	6.817	14.811	0.01	-0.013	-0.017
Si	4.07	9.538	14.836	0.013	-0.024	0.014
Si	1.351	12.311	14.811	-0.033	0.03	0.001
Si	4.14	15.054	14.92	0.016	0.012	0.001
Si	6.808	1.407	14.924	-0.006	0.003	-0.01
Si	9.509	4.047	14.913	-0.001	-0.014	0.001
Si	6.761	6.802	14.811	0.006	0.02	-0.004
Si	9.558	9.5	14.821	0.012	-0.021	-0.003
Si	6.833	12.316	14.909	0.039	-0.025	0.013
Si	9.519	14.95	14.905	-0.015	-0.014	-0.004
Si	12.241	1.276	14.936	0.018	0.003	-0.012
Si	15.021	4.06	14.929	-0.011	0.009	0.008
Si	12.271	6.765	14.927	-0.006	0.035	0.014
Si	15.034	9.493	14.893	-0.017	0.006	-0.01
Si	12.282	12.228	14.863	-0.025	0.021	-0.001
Si	14.96	14.899	14.978	-0.021	0.013	0.022
Si	17.762	1.34	14.956	-0.019	-0.003	-0.01
Si	20.488	4.023	15.021	-0.002	-0.011	-0.003
Si	17.762	6.743	14.956	0.009	0	-0.003
Si	20.458	9.442	15.049	0.004	-0.001	0.002
Si	17.745	12.179	14.993	0.002	-0.013	0
Si	20.472	14.907	15.01	-0.01	0.011	-0.004
Si	23.189	1.292	15.083	0.012	-0.019	0.003
Si	25.852	4.025	15.113	-0.015	0.02	0
Si	23.153	6.739	15.1	-0.019	0.015	-0.001
Si	25.861	9.445	15.12	0.007	-0.003	0.01
Si	23.175	12.168	15.062	-0.004	-0.001	0.001
Si	25.88	14.9	15.114	0.009	-0.008	-0.005
Si	28.549	1.329	15.113	-0.01	0.007	0.01
Si	31.259	4.058	15.127	0.006	-0.007	-0.002
Si	28.558	6.737	15.127	0.022	-0.014	0
Si	31.258	9.489	15.147	-0.008	0.017	0.009
Si	28.556	12.188	15.148	0.007	0.01	-0.001
Si	31.26	14.916	15.117	0.003	0.001	0.008
Si	33.975	1.356	15.109	-0.007	0.014	-0.004
Si	36.733	4.105	15.101	0.014	-0.007	0.005
Si	33.981	6.805	15.125	0.008	0.001	0.001
Si	36.704	9.521	15.084	0.008	0.008	-0.004
Si	33.988	12.201	15.09	0.017	-0.009	-0.002
Si	36.693	14.95	15.073	-0.003	0.011	0.004
Si	39.464	1.387	15.058	0.022	-0.022	0.01
Si	42.173	4.13	14.993	0.003	-0.001	-0.001
Si	39.445	6.832	15.06	-0.003	0.009	0.005
Si	42.15	9.551	14.997	-0.004	0.002	0.011
Si	39.439	12.257	15.062	0.002	-0.019	0.009
Si	42.181	15.002	15.028	-0.001	-0.008	0.001
Si	44.876	1.39	14.952	0.009	0.004	0.002
Si	47.583	4.107	14.861	-0.019	-0.012	-0.008
Si	44.876	6.837	14.917	0.007	-0.012	-0.004
Si	47.583	9.573	14.855	0.02	-0.01	0.001
Si	44.878	12.287	14.949	-0.003	0.015	0.007
Si	47.59	15.011	14.848	-0.015	-0.004	-0.003
Si	50.297	1.361	14.789	0.006	-0.013	-0.014
Si	53.003	4.09	14.756	-0.013	0.003	0.004
Si	50.305	6.829	14.799	-0.006	-0.004	-0.008
Si	53.013	9.553	14.738	-0.005	0.006	-0.006
Si	50.328	12.293	14.79	0	-0.023	-0.004
Si	53.038	14.99	14.767	-0.011	-0.007	-0.003
Si	55.728	1.346	14.75	0	-0.005	0.002
Si	58.451	4.091	14.755	0.018	-0.013	0.017
Si	55.751	6.804	14.725	-0.006	0.016	0.005
Si	58.456	9.543	14.741	-0.001	0.012	-0.006
Si	55.74	12.247	14.735	0.02	0.007	-0.005
Si	58.426	14.959	14.72	-0.003	0	-0.005
Si	61.179	1.395	14.726	0.002	-0.019	0.004
Si	63.892	4.133	14.79	-0.009	0.017	-0.003
Si	61.178	6.823	14.771	0.011	-0.011	-0.001
Si	63.879	9.531	14.795	0.003	-0.018	0.007
Si	61.144	12.249	14.754	-0.018	0.007	-0.001
Si	63.933	15.018	14.82	-0.014	-0.005	0.011
Si	0.023	0.076	16.212	-0.019	-0.021	0.001
Si	2.734	2.743	16.304	0.011	0.02	0.022
Si	-0.028	5.477	16.171	0.007	0.016	-0.004
Si	2.712	8.15	16.17	-0.013	-0.02	-0.013
Si	-0.025	10.915	16.108	0.012	0.01	-0.011
Si	2.727	13.68	16.173	-0.007	-0.05	-0.017
Si	5.498	0.102	16.355	-0.001	-0.013	0.005
Si	8.139	2.737	16.326	-0.051	-0.01	0.004
Si	5.367	5.498	16.187	-0.022	0.016	0.008
Si	8.162	8.139	16.107	0.01	0.009	-0.019
Si	5.458	10.899	16.165	-0.036	0.011	0.006
Si	8.172	13.673	16.332	0.009	0.036	0.048
Si	10.854	16.245	16.311	0.019	0.024	0.015
Si	13.623	2.671	16.198	0	-0.003	-0.014
Si	10.865	5.4	16.249	0.006	-0.012	0.026
Si	13.672	8.146	16.222	0.004	-0.003	-0.01
Si	10.942	10.835	16.155	0.007	-0.022	0.026
Si	13.536	13.55	16.335	-0.03	-0.019	0.023
Si	16.383	-0.045	16.239	0.007	0.016	-0.004
Si	19.114	2.677	16.356	-0.001	-0.004	0.008
Si	16.388	5.41	16.302	0.001	-0.007	0.003
Si	19.086	8.058	16.382	-0.012	0.007	0.004
Si	16.349	10.818	16.31	0.006	-0.001	-0.008
Si	19.121	13.528	16.345	-0.007	-0.003	0.002
Si	21.812	16.239	16.415	-0.007	-0.011	-0.001
Si	24.516	2.651	16.493	0.008	-0.004	0.009
Si	21.797	5.361	16.455	0.015	0.001	0
Si	24.499	8.084	16.495	-0.007	-0.012	-0.006
Si	21.829	10.788	16.413	-0.005	0.003	0.006
Si	24.515	13.516	16.455	0.001	0	-0.004
Si	27.207	-0.032	16.499	-0.013	-0.013	-0.006
Si	29.884	2.704	16.49	0.019	0.024	-0.007
Si	27.186	5.386	16.502	0.006	0.007	0.001
Si	29.891	8.114	16.508	-0.007	-0.006	-0.002
Si	27.197	10.806	16.511	-0.002	0.009	-0.006
Si	29.911	13.565	16.516	0.001	-0.003	-0.003
Si	32.613	-0.02	16.465	0.021	-0.005	-0.002
Si	35.353	2.747	16.441	-0.01	-0.009	-0.013
Si	32.6	5.459	16.485	-0.005	-0.01	-0.014
Si	35.354	8.181	16.48	-0.019	-0.015	0.006
Si	32.638	10.873	16.492	0.007	0.009	-0.003
Si	35.364	13.554	16.443	-0.012	0.002	-0.015
Si	38.08	0.012	16.384	-0.008	-0.005	-0.018
Si	40.85	2.777	16.386	-0.018	0.009	-0.005
Si	38.099	5.497	16.458	0	-0.002	-0.001
Si	40.821	8.203	16.411	-0.01	0.009	0.005
Si	38.093	10.875	16.43	-0.008	0.012	0.008
Si	40.825	13.638	16.39	0.004	0.034	-0.002
Si	43.548	0.06	16.383	-0.016	-0.01	-0.006
Si	46.246	2.767	16.273	-0.006	0.007	-0.001
Si	43.538	5.511	16.332	-0.006	0.009	0.003
Si	46.234	8.214	16.238	-0.016	0.002	0.004
Si	43.509	10.935	16.327	-0.008	0.002	-0.003
Si	46.251	13.687	16.259	-0.001	-0.011	-0.005
Si	48.938	0.047	16.205	0.021	0.017	0.013
Si	51.676	2.693	16.119	-0.006	0.015	-0.008
Si	48.948	5.483	16.175	0.044	0.016	-0.003
Si	51.672	8.204	16.117	-0.005	-0.002	-0.008
Si	48.963	10.955	16.157	-0.007	0.012	-0.003
Si	51.695	13.646	16.15	0.031	0.012	0.014
Si	54.421	-0.032	16.158	0.003	-0.005	0.005
Si	57.106	2.684	16.096	-0.008	-0.003	-0.007
Si	54.396	5.435	16.078	-0.032	-0.02	0
Si	57.116	8.157	16.086	0.02	-0.015	-0.003
Si	54.387	10.883	16.092	-0.036	-0.013	0.004
Si	57.105	13.581	16.104	0.002	-0.017	0.004
Si	59.796	0.017	16.022	0.006	0.001	-0.013
Si	62.522	2.75	16.107	-0.001	0.006	-0.005
Si	59.827	5.441	16.12	-0.012	0.024	0.003
Si	62.518	8.167	16.174	0.001	0.012	0.007
Si	59.795	10.884	16.141	0.013	-0.003	-0.001
Si	62.516	13.617	16.075	0.023	-0.012	-0.011
O	2.633	14.796	1.173	0.156	-0.384	-0.324
O	4.25	0.45	1.445	0.155	0.269	0.175
O	6.642	0.859	0.739	0.243	-0.327	-0.332
O	0.641	3.865	32.555	0.157	-0.307	-0.588
O	3.861	3.678	2.767	-0.234	-0.508	-0.196
O	2.731	4.79	0.595	0.04	-0.4	-0.141
O	6.474	9.37	31.958	-0.057	-0.09	0.152
O	4.219	12.136	2.252	-0.076	0.067	-0.12
O	6.169	13.699	1.52	0.255	0.284	-0.164
O	9.138	15.809	32.817	-0.231	0.261	-0.265
O	6.497	3.373	1.335	-0.021	0.069	-0.391
O	6.096	8.918	1.014	-0.071	-0.346	-0.031
O	20.431	2.484	1.33	-0.032	0.063	-0.515
O	36.031	6.073	1.504	0.352	0.272	-0.01
O	36.929	7.306	33.024	-0.078	0.309	-0.237
O	41.543	0.533	1.608	0.023	-0.452	-0.263
O	38.098	8.056	1.701	0.001	-0.196	-0.087
O	40.929	10.455	1.606	-0.518	-0.328	-0.544
O	42.377	12.608	1.919	-0.239	0.095	-0.016
O	52.084	1.077	1.197	-0.392	0.33	-0.01
O	54.134	2.797	1.288	-0.051	0.369	-0.055
O	51.288	4.244	0.809	0.04	-0.209	-0.361
O	53.169	6.027	1.01	0.552	-0.201	0.029
O	53.982	8.501	1.355	-0.224	0.255	-0.157
O	49.369	8.795	1.145	-0.207	0.258	-0.179
O	51.358	10.357	1.002	-0.03	0.18	-0.286
O	59.407	2.447	1.327	0.403	0.172	-0.557
O	56.648	5.239	1.048	0.218	0.666	-0.19
O	57.898	4.077	32.538	0.487	0.345	0.07
O	58.472	7.722	1.618	0.061	-0.429	0.104
O	56.196	12.576	32.158	0.337	-0.2	0.062
O	59.272	13.104	1.063	-0.566	-0.205	-0.23
O	61.262	14.572	1.831	0.504	0.063	0.382
O	62.287	0.466	1.17	0.164	0.505	-0.381
O	64.142	1.413	2.668	0.262	-0.157	0.07
O	64.557	3.343	1.016	0.01	0.148	0.035
O	61.264	4.259	2.112	0.129	-0.234	-0.606
O	63.285	6.16	1.687	-0.155	0.088	-0.378
O	2.054	0.411	2.883	-0.056	-0.049	-0.11
O	2.705	6.035	2.927	-0.05	0.027	-0.032
O	9.02	16.164	3	-0.128	0.054	-0.219
O	22.31	1.714	2.952	-0.134	-0.358	-0.091
O	50.928	6.237	2.5	-0.148	0.09	-0.076
O	0.994	2.729	3.043	0.318	0.291	0.066
O	7.731	0.686	23.873	-0.193	-0.181	0.57
O	7.065	2.232	21.935	-0.214	-0.046	0.163
O	3.045	1.882	22.955	-0.014	-0.295	0.138
O	1.509	3.946	22.64	-0.138	0.461	-0.257
O	0.377	5.366	24.585	-0.251	-0.282	0.24
O	0.728	9.856	22.499	0.094	-0.331	0.005
O	2.961	12.382	22.416	-0.328	-0.261	0.059
O	4.785	0.039	23.299	0.129	0.212	0.079
O	9.416	2.618	23.141	0.265	0.171	-0.323
O	7.152	3.211	24.403	0.434	0.444	-0.117
O	4.799	6.07	23.378	0.382	0.169	0.162
O	3.997	6.975	25.799	-0.229	-0.24	0.108
O	11.336	1.189	24.346	-0.108	-0.328	0.326
O	14.132	13.373	22.873	-0.134	0.004	0.487
O	36.063	2.165	22.851	0.166	0.392	0.105
O	46.639	13.455	23.289	0.209	-0.406	0.078
O	48.451	0.678	22.974	-0.452	-0.391	0.43
O	48.654	11.662	22.958	-0.228	0.254	-0.067
O	54.913	14.95	22.556	0.272	-0.18	-0.192
O	57.67	1.879	22.765	-0.352	-0.325	0.18
O	57.686	7.424	22.764	-0.221	0.143	0.322
O	55.568	13.625	24.762	-0.009	0.023	0.313
O	57.592	13.467	23.121	0.043	0.428	0.077
O	65.044	14.994	28.563	0.129	0.099	0.403
O	3.054	0.272	25.173	0.42	0.102	0.441
O	0.611	0.322	25.913	-0.043	-0.173	0.399
O	1.081	2.809	24.964	0.354	-0.228	0.328
O	2.899	4.777	24.735	0.156	-0.198	0.21
O	5.741	13.143	28.054	-0.29	-0.088	-0.115
O	1.545	7.65	23.854	0.065	-0.301	0.323
O	4.191	11.427	24.432	0.505	0.082	0.342
O	7.658	14.46	24.086	-0.117	-0.006	0.06
O	9.351	1.745	27.971	-0.248	-0.342	-0.307
O	12.194	12.807	25.281	0.314	-0.103	-0.797
O	9.816	2.838	25.641	-0.678	0.184	-0.058
O	1.913	6.073	32.051	0.37	0.328	0.311
O	10.235	4.195	27.854	-0.048	0.04	0.644
O	8.035	9.954	25.743	-0.113	0.414	0.173
O	7.112	12.606	25.869	-0.54	0.049	-0.25
O	14.168	13.999	26.507	0.263	-0.336	-0.386
O	12.76	15.243	24.586	-0.001	-0.183	-0.249
O	13.94	0.999	23.85	0.328	-0.008	0.648
O	17.986	4.41	24.339	-0.315	0.021	0.2
O	11.711	3.777	24.004	-0.012	0.243	0.637
O	14.341	6.766	24.388	0.045	-0.096	0.329
O	11.072	6.676	27.714	0.174	0.152	-0.137
O	16.372	10.759	26.77	0.469	0.568	-0.03
O	14.715	10.034	28.692	0.101	0.03	0.187
O	15.362	11.727	24.571	-0.46	-0.147	0.192
O	16.667	13.847	23.636	0.056	-0.072	0.253
O	18.754	3.878	28.751	-0.614	-0.405	-0.117
O	27.622	0.103	29.818	-0.152	0.063	0.195
O	19.912	6.266	24.448	-0.226	0.165	0.507
O	13.328	7.56	26.632	0.372	-0.335	0.156
O	17.347	9.908	24.5	0.343	-0.131	0.17
O	21.317	12.411	28.338	0.061	-0.264	0.425
O	22.241	14.485	24.43	-0.171	0.313	0.229
O	24.271	16.154	23.813	-0.102	-0.06	0.301
O	26.241	1.218	24.847	-0.117	0.428	0.089
O	22.53	3.166	24.577	0.137	-0.099	0.129
O	24.242	5.164	23.83	-0.109	0.005	0.53
O	25.903	6.811	24.968	0.039	0.371	0.239
O	30.467	6.589	27.396	-0.138	0.516	-0.039
O	22.313	9.119	24.756	0.075	0.359	0.057
O	26.26	7.248	27.562	-0.119	0.263	-0.177
O	26.335	12.235	24.821	-0.504	-0.087	0.305
O	31.792	9.804	26.664	-0.224	0.233	-0.394
O	29.475	4.167	27.593	-0.063	-0.496	0.257
O	30.954	6.727	24.795	-0.282	0.17	0.24
O	33.496	9.324	24.672	-0.406	-0.134	-0.203
O	28.68	10.439	30.959	-0.031	0.268	-0.28
O	27.93	10.107	24.971	-0.078	-0.443	0.439
O	29.992	10.888	23.67	0.033	-0.293	0.471
O	31.574	12.675	24.588	-0.126	-0.389	0.354
O	36.411	16.042	29.26	0.058	-0.09	-0.093
O	41.472	14.03	26.257	0.096	0.273	-0.408
O	40.202	-0.006	26.842	0.226	0.035	-0.521
O	37.407	1.159	24.805	-0.187	-0.364	0.559
O	39.067	3.131	24.276	0.11	-0.346	0.143
O	36.578	6.219	24.583	0.197	0.08	0.346
O	38.2	8.119	23.721	-0.057	0.072	0.242
O	35.379	11.02	23.836	-0.02	0.172	0.6
O	29.16	14.181	26.368	0.065	-0.04	0.339
O	37.063	12.914	24.72	-0.424	-0.013	0.493
O	42.414	1.969	24.447	0.098	-0.236	0.497
O	38.889	10.739	26.879	-0.356	0.415	0.047
O	40.344	5.424	24.151	-0.22	0.313	-0.337
O	42.412	6.917	24.719	0.338	0.386	0.58
O	40.054	9.711	24.688	0.472	-0.249	0.15
O	47.367	14.579	28.62	0.087	0.243	-0.227
O	42.803	12.559	24.583	-0.069	-0.218	-0.08
O	45.076	15.392	24.069	-0.279	0.462	0.231
O	46.192	1.868	27.192	-0.188	-0.492	-0.101
O	49.308	3.181	23.455	0.105	0.18	-0.08
O	40.766	6.232	26.698	-0.211	-0.039	0.01
O	44.474	3.607	24.39	0.158	-0.015	0.109
O	46.566	5.121	24.117	0.226	0.045	0.001
O	47.054	10.135	33.222	0.082	-0.164	-0.099
O	45.26	11.137	30.487	0.293	-0.084	-0.236
O	45.125	9.558	24.735	-0.267	0.261	0.266
O	48.322	12.751	25.408	-0.169	-0.234	0.527
O	50.586	3.064	25.909	-0.001	-0.022	-0.608
O	47.642	2.003	25.053	-0.147	0.02	0.198
O	49.433	14.545	26.908	0.562	0.118	-0.048
O	52.237	9.347	25.298	0.491	0.043	0.03
O	55.883	14.863	30.825	0.32	0.058	0.065
O	53.411	15.189	24.665	-0.268	-0.003	0.345
O	59.253	1.088	24.649	-0.11	-0.551	0.183
O	52.768	4.687	24.867	-0.059	-0.238	0.068
O	58.366	5.399	24.241	-0.76	0.085	-0.033
O	56.557	3.746	30.261	-0.017	0	-0.612
O	60.178	7.212	23.575	0.172	-0.138	0.608
O	55.327	9.002	24.414	-0.371	0.07	-0.038
O	60.174	9.809	30.949	0.396	-0.171	-0.236
O	58.05	14.075	25.651	0.069	0.371	-0.178
O	61.666	14.798	24.48	-0.264	-0.174	0.154
O	60.665	4.077	24.384	0.542	-0.125	0.339
O	61.987	8.403	24.886	-0.226	-0.208	0.566
O	64.391	7.771	24.424	-0.299	0.152	-0.122
O	57.701	9.095	25.509	0.4	-0.57	0.011
O	61.94	11.324	23.444	-0.044	0.029	-0.542
O	64.086	12.669	24.137	0.428	0.033	0.344
O	61.172	4.003	27.824	0.152	-0.015	-0.091
O	6.103	10.696	27.573	0.252	-0.311	-0.436
O	5.097	3.724	29.02	-0.277	0.253	-0.331
O	64.26	3.769	28.81	-0.1	0.128	0.264
O	65.004	1.286	28.931	0.074	0.261	0.241
O	1.161	13.197	32.998	-0.475	-0.09	-0.113
O	1.81	11.765	25.48	-0.517	0.14	-0.198
O	20.842	14.835	29.091	-0.32	0.53	0.117
O	51.609	13.247	0.444	0.1	0.481	-0.028
O	7.033	1.991	29.266	-0.145	-0.007	0.451
O	15.266	15.99	27.752	0.166	0.171	-0.539
O	12.395	15.81	30.715	-0.521	0.107	0.043
O	9.31	14.092	26.033	0.142	0.283	0.021
O	64.677	6.347	28.259	0.637	-0.002	-0.496
O	9.932	8.21	25.812	0.775	0.044	-0.073
O	48.887	8.471	30.116	-0.315	0.167	-0.19
O	5.497	13.811	30.635	0.284	-0.366	-0.051
O	21.443	10.718	31.631	-0.223	-0.085	-0.267
O	8.563	14.147	30.88	-0.272	-0.461	-0.376
O	11.682	14.887	26.892	0.189	0.587	0.412
O	15.47	5.899	28.091	0.107	-0.112	-0.66
O	16.799	1.378	29.091	0.343	0.65	-0.152
O	16.242	13.661	28.141	-0.142	-0.601	-0.256
O	33.599	2.856	25.991	0.624	-0.076	-0.242
O	14.67	4.572	30.214	-0.313	-0.483	0.056
O	15.349	6.174	32.188	-0.133	-0.124	0.206
O	17.86	6.383	28.982	0.241	0.194	0.52
O	12.488	8.722	24.396	-0.182	0.477	0.196
O	12.259	8.909	28.555	-0.449	-0.015	0.424
O	17.184	12.872	30.39	-0.464	0.269	0.58
O	14.915	9.192	25.242	0.135	-0.048	0.255
O	57.98	8.658	30.421	0.226	-0.072	-0.396
O	19.195	11.374	30.852	0.148	-0.378	-0.289
O	18.583	5.517	26.623	-0.495	0.105	-0.001
O	20.952	13.298	31.233	-0.142	0.121	-0.069
O	20.26	3.856	25.575	-0.062	0.096	0.392
O	17.112	4.526	31.27	-0.116	-0.048	-0.235
O	16.556	8.368	27.781	0.413	0.033	-0.275
O	22.829	5.714	27.938	0.034	0.089	-0.004
O	16.971	10.504	31.809	-0.054	0.142	0.158
O	21.527	10.197	27.003	-0.57	-0.201	0.244
O	18.828	13.297	28.308	-0.047	-0.228	-0.015
O	34.322	15.628	27.798	0.413	-0.361	-0.377
O	17.818	15.046	0.016	0.271	-0.323	-0.671
O	22.096	7.757	29.383	0.131	0.643	-0.289
O	29.61	1.327	28.706	-0.234	0.124	-0.467
O	21.454	7.602	26.809	-0.497	-0.02	-0.159
O	25.623	14.899	29.167	0.064	-0.28	-0.164
O	25.824	7.125	30.18	0.07	0.149	0.226
O	25.892	10.392	26.607	-0.105	-0.103	-0.229
O	30.527	6.103	32.089	0.154	-0.569	-0.135
O	34.548	14.395	30.085	0.637	-0.239	-0.126
O	29.329	13.515	28.884	-0.264	0.022	0.136
O	31.907	2.429	29.185	-0.268	-0.335	0.436
O	63.243	3.769	32.347	-0.556	-0.348	-0.018
O	46.604	4.478	32.496	0.071	-0.438	0.108
O	32.394	14.273	26.561	0.175	-0.65	0.51
O	14.004	7.268	0.647	0.001	0.092	-0.013
O	54.06	14.044	29.142	0.017	0.214	-0.499
O	36.852	3.699	25.459	-0.023	0.171	0.034
O	33.222	4.032	30.876	0.152	0.496	-0.158
O	38.778	0.675	28.907	-0.112	0.11	0.271
O	34.409	9.381	27.111	0.171	0.285	-0.377
O	0.548	16.053	30.837	-0.035	-0.507	0.142
O	42.147	7.785	28.296	0.154	0.275	0.253
O	37.982	9.705	33.377	0.123	0.282	0.473
O	14.604	0.661	30.123	0.399	-0.327	0.409
O	45.934	0.514	30.781	0.479	0.201	-0.318
O	32.27	7.941	32.743	-0.207	0.297	-0.215
O	33.55	10.291	30.89	-0.639	0.12	0.231
O	41.667	2.18	30.775	-0.224	0.023	0.12
O	41.104	6.132	31.702	0.408	-0.028	0.094
O	38.925	14.712	24.201	0.003	0.047	0.244
O	53.877	0.145	30.216	-0.075	-0.13	0.04
O	56.092	7.163	26.242	0.454	-0.149	-0.233
O	37.901	0.366	31.351	0.164	-0.222	0.49
O	32.832	7.469	26.444	0.48	-0.348	0.232
O	56.169	7.146	29.509	0.538	-0.24	-0.016
O	51.484	8.953	30.11	0.231	0.349	0.175
O	39.879	14.763	0.145	-0.174	-0.089	-0.059
O	56.315	8.013	33.529	-0.032	-0.49	0.341
O	55.282	4.114	32.489	-0.319	0.033	0.478
O	49.454	13.181	29.17	-0.186	-0.227	0.084
O	49.016	5.066	33.244	0.269	0.096	-0.223
O	40.041	6.585	29.317	-0.081	0.177	-0.081
O	56.664	11.864	27.969	0.024	0.443	-0.03
O	29.205	1.659	31.32	-0.531	0.102	-0.249
O	42.921	10.219	30.918	-0.076	0.477	-0.19
O	29.18	14.62	0.065	-0.188	0.243	-0.076
O	50.449	4.876	27.71	0.041	0.335	-0.204
O	32.369	11.226	28.758	-0.048	0.188	-0.088
O	47.527	15.162	25.153	0.124	0.693	0.267
O	45.037	3.968	28.359	0.38	0.24	-0.298
O	44.658	7.245	27.421	-0.155	-0.018	-0.378
O	14.489	2.08	27.878	0.148	0.322	-0.396
O	21.592	1.912	26.83	0.143	-0.298	0.043
O	55.964	14.78	33.467	0.143	0.186	0.052
O	23.53	3.624	33.527	0.123	0.08	-0.3
O	50.789	4.061	30.283	0.217	0.103	0.148
O	63.992	5.589	30.638	0.209	0.172	0.159
O	2.035	9.255	31.721	-0.143	-0.225	0.141
O	51.686	7.922	0.095	-0.048	-0.559	-0.305
O	0.425	6.028	0.614	0.287	-0.047	0.025
O	58.33	15.222	28.027	0.291	-0.031	0.549
O	29.939	8.155	0.376	0.037	0.024	-0.327
O	2.052	14.357	26.322	0.155	-0.008	0.11
O	59.682	10.618	24.584	-0.01	-0.125	0.06
O	58.679	11.627	29.566	-0.147	-0.2	0.066
O	40.91	0	32.006	-0.353	0.397	-0.262
O	9.397	2.833	30.35	0.545	0.343	-0.451
O	59.42	0.398	31.102	0.262	-0.303	-0.069
O	63.12	14.672	26.72	0.312	0.532	0.227
O	3.299	3.018	30.921	-0.282	0.086	0.118
O	18.727	15.943	23.578	0.185	0.067	0.566
O	13.238	4.256	28.099	-0.19	0.213	-0.401
O	1.598	10.049	29.211	-0.356	0.08	-0.708
O	63.824	12.123	33.554	0.121	-0.409	-0.248
O	20.476	1.424	24.549	0.282	-0.204	0.549
O	57.301	11.637	25.019	-0.263	-0.367	-0.374
O	65.203	12.967	26.93	-0.004	-0.26	-0.345
O	64.421	2.396	26.603	-0.091	0.429	-0.234
O	28.672	0.31	25.478	0.305	0.365	-0.102
O	1.995	1.239	32.444	0.166	0.037	0.225
O	9.8	6.847	30.892	0.171	0.267	-0.325
O	63.33	10.641	29.828	-0.017	0.106	-0.424
O	49.419	1.917	29.851	-0.574	0.051	0.119
O	12.534	11.252	29.509	0.596	0.112	0.361
O	39.696	12.237	29.596	0.24	-0.129	-0.385
O	21.834	5.659	0.82	0.136	0.206	-0.614
O	2.047	0.13	28.645	-0.195	0.037	-0.128
O	9.526	6.811	33.517	-0.643	0.444	-0.253
O	27.313	5.011	0.48	-0.148	0.11	0.169
O	29.127	5.82	29.661	-0.672	-0.151	-0.246
O	3.709	0.458	30.623	-0.018	-0.348	0.104
O	9.464	9.846	27.931	0.09	-0.503	0.215
O	14.969	3.546	32.541	0.463	-0.247	-0.021
O	63.835	8.414	26.862	0.349	0.208	0.116
O	7.962	3.32	32.422	-0.426	-0.177	0.39
O	31.166	2.059	26.616	-0.443	0.344	-0.119
O	8.665	6.158	28.572	-0.628	0.093	-0.112
O	11.552	16.24	0.403	0.385	0.135	-0.064
O	3.624	13.3	32.39	-0.12	0.03	0.344
O	46.853	7.249	28.972	-0.225	0.195	0.121
O	54.489	0.215	1.193	-0.149	0.034	0.433
O	53.611	1.275	32.627	0.338	0.08	-0.062
O	8.851	0.321	30.112	0.131	0.023	0.414
O	55.509	9.692	26.897	-0.492	-0.028	0.007
O	62.302	6.317	27.202	0.088	0.065	-0.586
O	13.232	6.595	29.138	0.071	0.149	0.375
O	13.951	8.348	31.923	-0.174	0.602	-0.623
O	11.448	13.456	30.057	-0.494	0.563	0.144
O	62.49	6.341	32.606	0.051	-0.327	0.286
O	25.299	9.325	28.916	-0.38	0.119	0.668
O	17.865	15.352	29.527	0.283	-0.174	0.195
O	17.241	0.383	31.592	-0.094	-0.079	-0.148
O	31.461	4.999	29.201	-0.025	0.121	0.124
O	60.286	2.199	29.52	0.198	0.057	0.429
O	19.59	3.777	31.255	0.634	-0.189	0.21
O	20.341	5.956	28.563	0.049	-0.068	0.439
O	64.203	1.399	24.213	-0.261	0.38	0.235
O	23.463	6.254	31.09	-0.246	-0.454	0.462
O	56.804	2.655	0.639	-0.337	-0.208	-0.033
O	23.486	3.208	27.899	0.36	-0.291	-0.383
O	17.271	10.497	29.22	0.19	-0.12	-0.433
O	30.816	15.216	24.656	0.253	0.247	-0.398
O	24.875	4.832	29.353	0.286	-0.528	0.079
O	25.973	6.965	33.449	-0.268	0.559	-0.257
O	20.962	7.118	31.623	0.273	-0.204	-0.044
O	23.114	8.767	31.609	0.302	0.021	0.057
O	23.881	11.331	32.129	-0.217	0.126	-0.12
O	29.747	8.108	30.736	0.413	0.17	0.348
O	42.596	3.932	29.053	-0.115	0.319	-0.618
O	1.134	5.035	29.713	0.379	-0.299	-0.121
O	21.679	15.768	31.434	-0.013	0.28	-0.162
O	30.276	1.173	0.127	-0.188	-0.164	-0.076
O	38.622	9.909	29.472	-0.338	-0.407	0.136
O	44.814	15.93	32.9	0.007	0.171	0.127
O	34.316	-0.029	32.621	0.332	-0.117	-0.066
O	35.035	11.132	28.907	0.266	0.453	0.013
O	33.002	14.024	32.144	-0.193	-0.069	0.311
O	27.892	9.567	33.417	-0.6	-0.338	-0.221
O	4.312	15.124	28.7	-0.383	-0.329	-0.523
O	25.418	1.258	29.187	0.305	0.42	-0.173
O	31.794	0.024	28.104	-0.138	-0.179	0.481
O	24.132	2.318	31.307	0.106	0.661	-0.46
O	34.452	6.423	32.933	-0.155	-0.628	-0.015
O	59.967	7.179	31.323	0.498	-0.064	0.154
O	36.466	4.752	32.728	-0.253	-0.342	-0.245
O	38.081	11.552	31.523	-0.149	0.583	0.118
O	35.765	1.913	31.503	0.066	0.36	-0.402
O	9.253	5.758	26.005	-0.043	-0.593	-0.094
O	40.227	4.125	30.017	-0.288	-0.236	-0.214
O	38.707	2.234	26.748	-0.279	0.464	0.214
O	54.756	4.791	26.565	0.59	-0.096	0.463
O	47.604	10.335	24.978	0.137	-0.273	-0.018
O	44.529	3.987	30.9	-0.187	-0.157	-0.059
O	45.55	13.516	25.75	-0.042	-0.134	-0.01
O	27.517	5.269	26.374	0.307	0.116	0.175
O	58.895	10.856	27.034	0.288	-0.37	0.052
O	40.351	10.278	31.335	-0.2	-0.225	0.041
O	58.137	14.547	32.055	0.454	-0.235	0.039
O	4.56	1.629	32.798	0.053	0.66	-0.182
O	44.822	15.143	29.112	-0.217	0.106	-0.281
O	7.999	13.442	33.352	0.381	0.062	0.314
O	60.238	10.774	0.682	-0.458	0.205	0.259
O	65.041	8.717	30.467	0.059	-0.399	0.291
O	0.466	15.673	33.466	-0.606	0.084	0.3
O	45.087	8.93	31.975	0.174	-0.233	-0.009
O	39.57	7.598	33.196	-0.197	-0.147	0.12
O	10.613	10.677	25.692	0.081	0.046	-0.437
O	36.892	9.351	27.708	-0.03	-0.262	-0.359
O	43.544	12.585	27.133	-0.169	-0.117	0.383
O	49.943	2.763	32.432	0.001	-0.548	-0.036
O	7.477	7.894	30.059	-0.025	-0.218	-0.199
O	49.572	14.584	33.37	-0.39	0.227	-0.349
O	47.994	7.28	24.394	0.081	0.439	0.292
O	37.042	1.313	0.075	-0.135	0.059	-0.054
O	49.762	15.78	29.124	0.147	-0.133	0.308
O	32.277	15.963	0.514	0.087	0.098	0.235
O	42.495	14.536	33.096	-0.068	0.061	0.477
O	47.259	0.59	33.175	0.411	0.079	-0.317
O	12.229	9.175	0.208	-0.128	0.177	-0.491
O	6.518	11.406	0.209	0.352	-0.156	-0.009
O	62.525	1.826	28.272	0.001	-0.409	0.003
O	54.421	5.289	30.154	-0.304	0.186	0.184
O	22.855	1.083	29.219	-0.397	-0.561	-0.225
O	4.067	10.827	29.3	0.07	0.265	0.134
O	31.393	2.844	32.261	-0.206	0.04	-0.226
O	49.98	14.446	24.318	0.349	-0.411	-0.022
O	8.117	10.435	30.152	0.144	-0.043	0.424
O	58.84	4.957	30.327	0.048	0.226	-0.273
O	55.054	3.43	24.462	0.337	0.048	0.329
O	57.562	1.016	26.711	-0.397	-0.098	-0.221
O	34.935	5.172	26.37	0.19	0.286	0.676
O	61.356	12.615	33.056	0.131	-0.068	-0.24
O	2.122	12.216	30.592	-0.394	0.022	-0.137
O	63.284	12.968	31.215	0.718	0.13	-0.17
O	7.008	15.187	29.001	-0.163	0.179	-0.024
O	60.183	1.641	27.006	0.182	-0.146	-0.018
O	62.742	8.871	31.663	-0.209	0.317	-0.065
O	38.145	2.899	31.961	0.444	0.033	-0.082
O	14.937	12.167	33.522	0.2	0.048	-0.494
O	30.017	15.653	30.396	0.387	0.21	0.45
O	40.807	2.185	28.264	0.303	-0.033	-0.414
O	63.704	10.332	25.168	0.43	0.149	0.249
O	11.866	2.274	27.112	0.206	-0.529	-0.631
O	57.778	1.16	29.275	-0.422	0.069	0.188
O	10.875	12.548	27.485	0.096	-0.29	0.397
O	61.392	4.942	30.808	-0.084	-0.294	-0.187
O	46.881	6.18	26.538	-0.298	-0.469	0.345
O	26.765	0.143	27.253	-0.305	-0.446	0.089
O	55.812	15.975	28.423	-0.108	-0.05	-0.511
O	4.211	9.924	33.104	-0.083	-0.085	0.148
O	58.562	3.344	25.861	-0.681	0.288	0.33
O	8.211	12.165	28.197	0.128	0.552	0.128
O	36.013	10.013	31.684	0.147	-0.032	-0.095
O	0.274	10.878	1.197	-0.182	-0.129	0.066
O	38.857	13.99	26.655	-0.497	0.001	0.438
O	48.652	0.977	27.384	0.026	-0.357	-0.33
O	4.779	2.203	24.855	-0.185	-0.022	-0.043
O	23.188	14.062	30.02	-0.09	-0.389	-0.48
O	10.21	1.927	32.735	0.238	0.036	-0.025
O	6.813	5.41	33.424	0.011	0.443	-0.225
O	7.613	5.424	30.869	-0.285	-0.311	-0.319
O	5.044	5.636	1.652	-0.068	0.392	0.142
O	60.451	14.271	26.762	-0.024	-0.094	0.116
O	13.099	1.697	32.051	-0.455	-0.086	0.23
O	4.731	8.566	27.881	-0.06	-0.762	0.334
O	23.743	11.248	27.971	0.124	0.505	0.409
O	64.167	8.135	0.159	0.159	0.68	0.006
O	54.006	12.008	30.877	-0.425	0.059	-0.09
O	51.77	1.651	30.857	-0.133	-0.359	-0.133
O	14.042	2.206	0.907	-0.54	0.08	0.178
O	12.591	3.989	0.009	0.041	0.315	-0.558
O	43.842	6.149	29.589	-0.138	0.063	0.464
O	11.003	5.429	1.359	-0.01	-0.074	-0.019
O	11.931	6.711	32.458	0.269	-0.192	-0.451
O	31.091	12.744	0.207	0.029	0.243	-0.462
O	19.995	12.115	33.341	-0.072	-0.181	-0.217
O	13.476	14.399	0.493	0.519	0.2	0.174
O	25.263	13.553	31.54	0.309	0.104	0.249
O	20.754	16.309	0.251	-0.168	-0.304	0.093
O	43.287	0.156	30.862	-0.15	-0.443	-0.128
O	50.212	11.06	25.039	0.013	0.05	0.488
O	16.264	5.572	1.121	0.055	0.171	-0.077
O	47.036	12.452	31.876	0.217	0.062	0.009
O	19.805	7.288	0.363	-0.185	0.536	0.139
O	18.52	8.257	32.003	-0.036	0.325	-0.417
O	24.997	5.041	26.73	0.016	-0.172	-0.227
O	60.384	15.452	33.125	0.067	-0.109	-0.143
O	15.927	0.504	0.296	-0.199	-0.168	-0.421
O	53.891	12.118	33.479	0.119	-0.318	0.041
O	44.58	13.398	31.91	-0.178	-0.275	-0.112
O	27.267	16.297	0.813	-0.088	0.079	-0.557
O	2.014	7.505	29.832	0.432	0.088	-0.718
O	48.943	5.835	29.575	-0.281	-0.443	-0.343
O	24.345	8.33	1.153	0.227	-0.077	-0.522
O	22.548	10.082	0.319	-0.479	0.377	0.151
O	13.817	14.228	29.103	-0.101	-0.013	-0.051
O	22.967	14.82	33.541	0.316	-0.238	-0.217
O	25.402	1.787	0.07	0.399	0.092	-0.008
O	45.315	2.215	32.688	-0.395	0.174	0.317
O	39.529	8.361	27.567	0.107	0.042	-0.533
O	29.095	3.311	33.403	-0.098	0.43	-0.415
O	63.235	12.987	28.662	-0.413	-0.294	-0.096
O	9.139	12.35	24.108	0.37	0.014	0.292
O	9.827	11.419	0.172	-0.27	-0.467	-0.251
O	33.754	4.088	28.335	0.548	0.113	0.19
O	32.245	4.983	26.309	-0.417	-0.287	-0.116
O	30.024	13.278	31.422	0.168	-0.199	-0.12
O	21.139	2.985	29.231	0.25	0.35	0.091
O	53.582	7.195	26.188	-0.042	0.099	-0.127
O	33.59	3.739	33.496	0.547	0.187	-0.239
O	53.651	7.763	29.363	-0.045	0.654	0.29
O	61.138	12.09	30.097	-0.246	0.473	-0.388
O	62.847	8.064	29.195	-0.229	-0.246	0.071
O	34.516	8.963	0.417	0.589	0.074	-0.03
O	45.76	11.164	26.786	-0.085	-0.178	0.25
O	32.709	10.784	1.029	0.201	0.117	-0.122
O	28.578	11.992	33.138	-0.362	0.238	0.224
O	38.444	14.561	30.014	-0.546	-0.241	-0.028
O	5.15	15.425	32.756	0.124	0.062	0.124
O	51.193	1.476	27.908	0.471	0.182	0.149
O	40.688	2.926	0.786	-0.106	-0.017	-0.336
O	40.628	14.468	28.664	0.358	0.326	0.14
O	7.597	7.515	24.854	-0.29	-0.322	-0.315
O	20.579	14.14	26.491	-0.337	0.764	-0.184
O	36.464	11.869	33.563	0.143	0.049	-0.258
O	25.776	5.029	31.767	-0.025	-0.409	-0.124
O	16.124	2.606	23.578	0.149	0.036	0.726
O	34.731	4.448	23.944	0.101	0.272	0.044
O	18.453	1.285	0.212	-0.127	0.46	-0.22
O	42.623	1.571	33.13	0.35	-0.05	-0.102
O	62.885	14.613	33.282	0.352	0.483	0.067
O	3.169	9.556	26.078	-0.341	0.091	0.203
O	44.13	4.425	33.401	-0.091	0.381	-0.36
O	62.087	12.468	25.787	-0.052	-0.361	0.375
O	33.394	14.438	24.174	-0.062	-0.347	0.254
O	42.062	11.203	33.124	0.006	0.479	-0.239
O	55.094	10.136	32.485	0.244	0.182	0.422
O	41.9	8.553	32.614	0.248	-0.218	-0.01
O	47.575	6.716	31.548	-0.44	0.475	0.114
O	35.179	8.638	29.587	0.229	-0.796	-0.139
O	5.556	9.001	25.339	-0.25	-0.026	-0.159
O	23.784	8.859	26.854	0.397	-0.325	-0.298
O	5.346	4.719	25.548	0.283	0.329	0.129
O	50.726	13.095	31.506	0.36	0.369	-0.076
O	48.988	5.127	25.397	0.275	0.157	-0.302
O	33.019	0.369	25.806	0.376	-0.08	-0.575
O	30.093	9.891	28.773	-0.218	0	-0.186
O	38.908	4.764	0.257	-0.033	0.279	0.123
O	60.349	6.358	28.838	-0.186	0.276	-0.042
O	53.175	2.628	26.365	0.305	-0.306	0.395
O	50.082	9.353	32.318	-0.367	0.325	0.228
O	1.318	15.024	23.959	0.418	-0.014	0.113
O	27.693	2.552	26.552	-0.007	-0.025	0.522
O	39.542	12.234	24.807	0.356	-0.191	-0.254
O	49.167	11.935	33.286	0.438	-0.447	0.344
O	54.132	2.741	30.525	0.077	0.134	-0.577
O	10.268	4.584	32.136	0.423	-0.137	0.138
O	10.466	13.564	32.657	0.375	0.235	0.24
O	12.356	11.962	33.374	0.201	-0.442	0.504
O	58.156	0.545	33.311	-0.178	-0.208	-0.345
O	22.796	1.133	33.207	0.018	0.128	0.337
O	5.066	13.728	23.2	0.419	0.17	0.227
O	51.508	6.388	29.534	0.203	-0.122	0.422
O	5.515	4.111	31.589	-0.263	-0.222	0.134
O	49.863	10.935	30.248	-0.282	-0.095	-0.2
O	35.5	16.056	23.754	-0.097	-0.19	0.575
O	61.561	8.537	0.301	-0.326	-0.373	-0.166
O	59.863	5.652	26.346	-0.365	0.587	-0.059
O	12.918	10.896	26.958	0.423	0.041	-0.428
O	3.684	5.515	30.208	0.29	0.329	-0.087
O	30.438	11.944	27.146	0.115	0.148	-0.311
O	48.272	3.473	27.188	-0.514	0.109	0.425
O	34.038	0.633	30.083	-0.137	0.276	-0.47
O	10.805	11.24	31.405	0.046	-0.377	-0.089
O	6.326	2.714	26.89	0.309	-0.193	0.066
O	42.259	4.387	25.578	-0.154	-0.033	0.589
O	13.606	13.518	31.58	0.362	0.123	-0.323
O	15.816	7.621	30.105	-0.191	0.127	-0.189
O	28.009	6.396	31.939	-0.087	0.254	-0.169
O	40.67	13.852	31.32	0.212	-0.344	-0.13
O	20.363	12.544	24.404	-0.127	0.155	0.188
O	29.137	3.972	24.877	0.038	-0.241	0.235
O	51.623	8.162	27.584	-0.274	0.196	0.061
O	58.643	8.892	32.94	0.218	0.119	0.18
O	51.946	12.414	29.314	-0.077	0.015	-0.476
O	53.982	7.586	32.514	-0.07	-0.15	-0.384
O	51.646	0.688	25.458	-0.274	-0.416	-0.008
O	54.143	11.491	28.311	-0.14	0.03	-0.348
O	44.31	1.448	28.896	-0.226	0.13	0.103
O	64.681	1.545	32.459	-0.331	-0.031	-0.367
O	9.589	14.734	28.518	0.352	0.285	-0.102
O	12.469	2.015	29.574	-0.395	-0.017	-0.003
O	24.396	16.09	31.067	-0.024	0.188	0.384
O	26.414	11.208	31.94	-0.19	-0.262	-0.509
O	46.681	8.772	26.804	0.446	0.16	0.372
O	19.13	1.469	30.016	0.363	-0.219	-0.073
O	40.791	0.142	23.534	-0.22	0.07	0.139
O	43.703	2.469	26.615	-0.242	-0.388	0.126
O	4.534	1.325	28.28	0.023	-0.006	-0.326
O	22.489	12.425	25.985	0.58	-0.031	-0.447
O	55.858	9.841	29.48	-0.205	0.119	0.145
O	27.786	8.663	29.159	-0.001	-0.157	-0.167
O	31.883	13.966	29.748	-0.046	0.262	-0.678
O	51.24	6.867	25.201	-0.794	-0.021	-0.11
O	59.178	11.897	32.084	-0.411	0.26	-0.029
O	2.282	12.321	27.989	0.36	0.091	-0.044
O	41.394	11.325	26.393	0.011	-0.295	0.472
O	27.877	12.01	26.99	-0.109	0.206	0.527
O	38.576	5.485	31.332	-0.285	0.237	-0.253
O	18.308	4.324	0.003	-0.032	-0.133	0.009
O	44.376	8.762	29.456	0.263	0.127	-0.266

Results
total energy: -408346.572 eV
total energy less fixed offsets of O -438.35, Si -107.03 eV per atom: 19.628 eV
